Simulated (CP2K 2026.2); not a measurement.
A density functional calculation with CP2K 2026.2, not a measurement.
Periodic cell of 2016 atoms, Si1440O576, from a study of silicon, its oxide and their interface. The atomic structure is a simulated model.
Doubt: the forces sum to 2.03 eV/angstrom along one axis rather than to zero, so they err by at least 0.0010 eV/angstrom per atom on average; the grid cutoff is modest.

Settings: functional PBE; method Gaussian and plane waves; basis set DZVP-MOLOPT-SR-GTH; pseudopotentials GTH-PBE; grid cutoff 300 Ry, relative cutoff 40 Ry; k points Gamma only; occupations fixed; spin none; net charge 0.

Cell vectors (angstrom)
a	65.28	0	0
b	0	16.32	0
c	-0.9263	3.0627	33.7097

Atoms and the computed forces on them: element, x, y, z (angstrom), force x, y, z (eV/angstrom)
Si	1.109	-1.179	0.337	0.147	-0.196	0.794
Si	4.494	0.775	0.189	-0.04	0.167	0.737
Si	1.063	4.205	0.156	0.179	-0.069	0.709
Si	3.851	7.134	0.292	0.106	-0.361	0.743
Si	1.51	-7.058	0.3	-0.211	0.342	0.738
Si	4.302	-4.128	0.315	-0.293	0.047	0.711
Si	6.703	-1.347	0.561	0.045	0	0.583
Si	9.148	1.587	0.13	0.189	-0.078	0.75
Si	6.999	3.864	-0.007	-0.233	0.097	0.718
Si	9.574	6.577	0.135	0.05	0.132	0.693
Si	6.3	9.845	0.242	0.252	-0.033	0.774
Si	8.825	-3.496	0.01	0.206	-0.213	0.75
Si	12.182	-1.482	0.121	-0.194	0.262	0.763
Si	14.977	1.174	0.148	-0.115	0.116	0.786
Si	11.811	4.389	-0.027	0.13	-0.144	0.73
Si	14.96	6.724	0.3	-0.384	0.3	0.674
Si	12.059	-6.664	-0.258	0.033	-0.069	0.784
Si	14.435	-3.724	-0.029	0.382	-0.213	0.731
Si	17.248	-0.965	0.019	0.134	-0.177	0.723
Si	20.573	1.201	0.01	-0.323	0.258	0.642
Si	17.15	4.438	-0.165	0.557	-0.493	0.459
Si	19.986	7.314	0.169	0.104	-0.315	0.766
Si	17.682	-6.833	0.119	-0.177	0.173	0.621
Si	20.508	-4.349	-0.063	-0.074	0.183	0.685
Si	22.787	-1.119	-0.057	0.311	-0.259	0.617
Si	25.38	1.783	-0.211	0.247	-0.257	0.743
Si	23.141	3.94	0.118	-0.013	0.124	0.665
Si	25.968	6.608	-0.099	-0.082	0.207	0.73
Si	22.709	-6.592	-0.03	0.219	-0.065	0.717
Si	25.993	-4.405	-0.128	-0.239	0.299	0.687
Si	28.422	-1.409	-0.082	0.196	-0.126	0.697
Si	31.314	1.243	-0.199	-0.255	0.153	0.63
Si	28.21	4.405	-0.167	0.153	-0.196	0.696
Si	31.446	6.651	-0.345	-0.185	0.194	0.732
Si	28.359	-6.475	0.104	0.015	-0.127	0.694
Si	31.571	-4.059	0.208	-0.286	0.116	0.6
Si	33.63	-0.925	-0.151	0.287	-0.201	0.722
Si	37.158	0.971	-0.383	-0.216	0.284	0.616
Si	33.535	4.25	-0.446	0.303	-0.116	0.64
Si	36.942	6.598	-0.19	-0.07	0.097	0.674
Si	33.726	-6.411	-0.054	0.283	-0.349	0.585
Si	36.807	-4.039	-0.007	0.085	-0.147	0.697
Si	39.446	-1.259	-0.156	0.206	-0.158	0.689
Si	-22.871	1.237	-0.343	0.054	0.002	0.673
Si	39.256	4.444	-0.352	0.226	-0.264	0.711
Si	-23.202	7.094	0.147	0.017	-0.163	0.776
Si	39.894	-7.024	-0.124	-0.276	0.14	0.722
Si	-22.616	-4.281	0.007	-0.217	0.031	0.676
Si	-19.929	-1.888	0.288	-0.148	0.366	0.724
Si	-17.799	1.671	0.186	0.093	-0.265	0.776
Si	-19.963	3.928	0.094	-0.272	0.1	0.722
Si	-17.222	6.453	0.103	-0.155	0.245	0.75
Si	-20.463	-6.562	0.017	0.085	-0.14	0.704
Si	-17.573	-4.042	0.232	0.221	-0.264	0.633
Si	-14.916	-1.398	0.273	-0.251	0.183	0.662
Si	-11.909	0.758	0.055	-0.158	0.422	0.637
Si	-14.988	4.235	0.236	0.148	-0.172	0.745
Si	-12.35	6.944	0.207	0.167	-0.07	0.738
Si	-14.415	-7.044	0.263	-0.166	0.02	0.71
Si	-11.719	11.912	0.14	-0.303	0.211	0.729
Si	-9.566	-1.375	0.389	0.144	-0.031	0.638
Si	-6.891	1.491	0.193	0.119	-0.06	0.699
Si	-9.091	3.691	0.287	-0.162	-0.008	0.769
Si	-6.582	6.506	0.275	-0.21	0.17	0.789
Si	-9.578	-6.693	0.263	0.153	-0.254	0.746
Si	-6.357	-4.535	0.385	-0.271	0.136	0.778
Si	-3.977	-1.895	0.231	-0.098	0.349	0.725
Si	-1.149	1.01	0.179	-0.262	0.168	0.722
Si	-4.262	4.385	0.125	0.129	-0.306	0.701
Si	-1.096	6.502	0.158	-0.184	0.196	0.798
Si	-4.255	-6.836	0.475	0.23	-0.046	0.712
Si	-1.596	-3.948	0.288	0.141	-0.197	0.77
Si	2.763	-0.08	1.566	-0.026	0.023	-0.043
Si	5.429	2.648	1.335	-0.011	-0.003	-0.078
Si	2.71	5.375	1.409	-0.012	0.022	-0.071
Si	5.339	8.252	1.651	0.021	0.018	-0.069
Si	2.653	-5.373	1.502	0.021	0.013	-0.063
Si	5.383	-2.747	1.824	-0.007	0	-0.037
Si	8.115	0.107	1.636	0.027	0.033	-0.032
Si	10.742	2.792	1.366	-0.01	0.027	-0.056
Si	8.051	5.406	1.452	-0.001	-0.015	-0.053
Si	10.751	-8.035	1.25	0.027	0.024	-0.058
Si	7.971	-5.283	1.376	0.039	0.008	-0.067
Si	10.591	-2.641	1.367	0.006	-0.023	-0.034
Si	13.398	0.045	1.43	0.006	-0.006	-0.059
Si	16.191	2.794	1.283	0.006	0.005	-0.051
Si	13.332	5.506	1.403	-0.019	-0.014	-0.017
Si	16.157	-7.99	1.457	-0.001	-0.005	-0.042
Si	13.439	-5.428	1.244	-0.041	0.023	-0.076
Si	16.143	-2.65	1.239	-0.019	0.007	-0.078
Si	18.886	0.133	1.271	0.01	-0.001	-0.052
Si	21.65	2.736	1.412	0.006	0.015	-0.053
Si	18.896	5.482	1.158	0.009	0.011	-0.05
Si	21.62	-8.016	1.454	0.01	0.026	-0.06
Si	18.925	-5.325	1.376	0.028	-0.012	-0.062
Si	21.662	-2.734	1.208	-0.002	-0.013	-0.04
Si	24.385	0.101	1.155	0.031	0.015	-0.05
Si	27.066	2.798	1.122	-0.006	-0.004	-0.026
Si	24.4	5.523	1.283	0.023	0.008	-0.045
Si	27.115	-8.11	1.229	0.006	-0.015	-0.034
Si	24.369	-5.452	1.21	-0.017	0.005	-0.06
Si	27.016	-2.713	1.206	-0.011	-0.045	-0.047
Si	29.889	-0.043	1.163	-0.037	-0.001	-0.048
Si	32.529	2.787	1.099	0.01	-0.009	-0.035
Si	29.864	5.548	1.064	0.007	-0.003	-0.042
Si	32.62	-8.152	1.06	-0.009	-0.013	-0.021
Si	29.893	-5.26	1.34	0.015	-0.003	-0.025
Si	32.762	-2.516	1.389	0.017	0.033	-0.024
Si	35.427	0.064	1.006	0.024	0.006	-0.02
Si	38.197	2.705	0.901	0.005	-0.01	-0.017
Si	35.299	5.331	0.914	-0.05	0.022	-0.035
Si	38.157	-8.135	1.097	0.02	-0.001	-0.038
Si	35.378	-5.369	1.261	0.018	-0.016	-0.057
Si	38.28	-2.757	1.242	-0.014	0.061	-0.021
Si	-24.233	-0.078	1.11	-0.034	0.014	-0.056
Si	-21.665	2.683	1.145	0.005	-0.037	-0.049
Si	-24.469	5.439	1.178	-0.027	-0.014	-0.053
Si	-21.619	-8.085	1.399	-0.008	0.004	-0.063
Si	-24.293	-5.433	1.222	0.018	0.003	-0.025
Si	-21.576	-2.873	1.546	-0.024	-0.017	-0.053
Si	-18.918	-0.047	1.361	-0.004	-0.006	-0.024
Si	-16.195	2.708	1.527	-0.019	-0.012	-0.058
Si	-18.85	5.446	1.46	-0.004	-0.024	-0.074
Si	-16.119	-8.229	1.389	0.015	0.014	-0.054
Si	-18.862	-5.574	1.424	-0.009	-0.004	-0.06
Si	-16.162	-2.816	1.601	-0.014	-0.017	-0.052
Si	-13.561	-0.002	1.549	0.004	-0.018	-0.045
Si	-10.811	2.506	1.342	-0.003	-0.029	-0.035
Si	-13.46	5.387	1.551	-0.002	0	-0.07
Si	-10.751	8.048	1.534	-0.017	0.035	-0.048
Si	-13.299	10.829	1.559	0.007	0.025	-0.045
Si	-10.78	-2.867	1.643	-0.03	-0.023	-0.012
Si	-8.014	-0.086	1.546	0.002	-0.003	-0.054
Si	-5.337	2.703	1.454	-0.001	0.031	-0.052
Si	-8.039	5.282	1.636	0.004	-0.003	-0.046
Si	-5.479	8	1.724	-0.006	-0.03	-0.045
Si	-8.061	-5.555	1.605	0	0.014	-0.048
Si	-5.36	-2.938	1.764	0	-0.017	-0.051
Si	-2.813	-0.136	1.397	0.009	-0.03	-0.072
Si	-0.054	2.641	1.503	0.014	-0.018	-0.048
Si	-2.684	5.406	1.514	0.031	0.009	-0.059
Si	-0.024	8.066	1.566	-0.028	-0.006	-0.062
Si	-2.665	-5.565	1.633	-0.024	0.021	-0.063
Si	-0.054	-2.771	1.599	0.012	-0.006	-0.067
Si	1.385	1.343	2.864	-0.022	-0.012	0.015
Si	4.058	4.001	2.746	0.013	-0.021	0
Si	1.371	6.7	2.88	0.024	0.021	0.03
Si	3.958	9.586	2.968	-0.016	0.021	0.015
Si	1.309	-4.116	2.938	0.012	0.017	0.018
Si	3.964	-1.404	3.054	-0.005	0.012	0.034
Si	6.708	1.43	2.914	-0.017	0.011	0.045
Si	9.412	4.094	2.833	0.012	-0.011	0.017
Si	6.732	6.795	2.827	0.021	0.002	0.002
Si	9.375	-6.722	2.657	-0.007	-0.008	0.028
Si	6.771	-4.118	3.027	0.002	-0.01	0.042
Si	9.46	-1.294	2.905	0.008	-0.012	0.012
Si	12.098	1.448	2.755	-0.009	0.009	0.007
Si	14.789	4.125	2.675	0.016	0.009	-0.017
Si	12.065	6.95	2.732	-0.012	0.005	0.004
Si	14.786	-6.653	2.744	-0.023	0.005	-0.004
Si	12.018	-4.085	2.631	0.022	0.003	0.024
Si	14.814	-1.335	2.708	-0.004	-0.008	0.031
Si	17.58	1.491	2.671	-0.023	-0.031	0.017
Si	20.247	4.172	2.605	-0.008	0.03	-0.003
Si	17.572	6.846	2.653	0.001	-0.033	0.026
Si	20.263	-6.668	2.779	-0.026	-0.007	0.056
Si	17.527	-3.952	2.644	0	0.02	0.002
Si	20.267	-1.33	2.557	0.029	0.023	0.006
Si	23.058	1.368	2.665	0.03	-0.012	0.042
Si	25.775	4.135	2.6	0.014	-0.016	0.035
Si	23.033	6.87	2.644	0.013	-0.009	0.007
Si	25.723	-6.791	2.592	0	0.001	0.029
Si	23.061	-4.029	2.584	-0.009	-0.006	0.012
Si	25.724	-1.275	2.528	-0.006	0.003	0.018
Si	28.472	1.389	2.433	0.037	0.038	0.016
Si	31.195	4.158	2.459	-0.038	-0.024	0.015
Si	28.551	6.878	2.524	0.007	-0.002	0.015
Si	31.28	-6.772	2.513	0.016	0.006	0.004
Si	28.459	-3.957	2.629	-0.004	0.02	0.025
Si	31.256	-1.257	2.634	-0.019	-0.019	0.041
Si	34.048	1.454	2.396	-0.012	0.002	-0.015
Si	36.734	4.015	2.318	0.026	-0.006	0.001
Si	34.029	6.78	2.368	0.012	-0.002	0.021
Si	36.786	-6.794	2.49	-0.001	-0.001	0.025
Si	34.089	-3.977	2.644	0.023	-0.014	0.039
Si	36.764	-1.345	2.44	0	0.006	0.026
Si	-25.685	1.384	2.368	-0.02	-0.015	0.028
Si	-23.059	4.054	2.495	0.012	0.016	0.016
Si	-25.813	6.82	2.543	0.012	0.02	0.022
Si	-23.01	-6.752	2.715	-0.003	0.008	0.046
Si	-25.679	-4.107	2.595	-0.021	-0.03	-0.008
Si	-23.012	-1.397	2.649	0.014	0.029	-0.018
Si	-20.359	1.322	2.637	0.006	0.02	0.003
Si	-17.559	4.074	2.863	0.009	0.008	0.037
Si	-20.278	6.814	2.706	-0.022	-0.011	0.005
Si	-17.524	-6.93	2.763	0.034	0.003	0.02
Si	-20.196	-4.212	2.847	0.01	-0.02	0.039
Si	-17.564	-1.369	2.814	0.015	0.005	0.029
Si	-14.851	1.372	2.895	-0.046	-0.034	0.032
Si	-12.092	3.936	2.778	0.047	-0.014	0.001
Si	-14.838	6.75	2.87	-0.015	0.024	0.033
Si	-12.036	9.437	2.953	-0.015	-0.018	0.014
Si	-14.762	12.137	2.872	-0.002	-0.018	0.005
Si	-12.222	-1.47	2.884	0.012	0.041	-0.001
Si	-9.455	1.245	2.861	0	0.024	0.018
Si	-6.651	3.971	2.963	0.001	-0.007	0.027
Si	-9.428	6.676	2.904	0.003	0.011	-0.001
Si	-6.793	-6.921	3.032	-0.011	0.018	0.03
Si	-9.382	12.148	2.98	0.011	-0.004	0.033
Si	-6.722	-1.456	2.951	-0.025	-0.009	-0.004
Si	-4.05	1.28	2.819	0.011	0	-0.003
Si	-1.393	3.986	2.889	0.001	0.011	0.019
Si	-4.008	6.701	2.978	0.009	-0.013	0.036
Si	-1.325	-6.908	2.97	-0.006	-0.005	0.013
Si	-3.984	-4.247	3.085	0.022	-0.011	0.034
Si	-1.444	-1.407	2.898	-0.021	0	0.05
Si	-0.014	-0.042	4.218	0.007	0.002	-0.036
Si	2.718	2.709	4.221	0.004	0.001	0.003
Si	-0.011	5.359	4.242	-0.007	0.01	-0.012
Si	2.66	8.119	4.27	-0.021	0.009	-0.015
Si	0.007	-5.511	4.309	-0.008	0.007	-0.008
Si	2.628	-2.78	4.358	0.004	-0.017	0.001
Si	5.375	0.021	4.28	0.009	0.022	-0.031
Si	8.088	2.758	4.249	0.025	-0.002	-0.004
Si	5.377	5.399	4.158	-0.021	-0.02	-0.018
Si	8.098	-8.12	4.12	0.007	0.04	-0.001
Si	5.37	-5.455	4.334	-0.01	0.002	0.001
Si	8.118	-2.674	4.273	0.007	-0.013	-0.015
Si	10.823	0.076	4.192	-0.003	0.015	0.005
Si	13.492	2.78	4.092	-0.003	0.004	0.013
Si	10.77	5.528	4.121	-0.01	-0.008	-0.017
Si	13.475	-8.072	4.092	0	-0.005	-0.004
Si	10.744	-5.419	4.086	-0.004	0.001	-0.012
Si	13.436	-2.717	4.025	0.004	-0.008	-0.029
Si	16.206	0.077	4.008	-0.002	0.008	-0.006
Si	18.937	2.826	4.022	0.004	-0.003	0.021
Si	16.187	5.502	4.008	0.006	0.019	0.009
Si	18.919	-8.114	4.044	0.025	-0.008	-0.006
Si	16.201	-5.32	4.044	0.023	-0.001	0.018
Si	18.921	-2.622	3.992	-0.004	0.003	-0.001
Si	21.651	0.009	3.954	-0.008	0.011	0.003
Si	24.422	2.775	3.967	-0.002	-0.009	0.002
Si	21.65	5.504	3.963	-0.009	-0.01	0.011
Si	24.395	-8.103	3.995	0.014	0.007	0.018
Si	21.699	-5.322	4.024	0.005	0	0.009
Si	24.396	-2.636	3.924	-0.006	-0.001	0.008
Si	27.14	0.066	3.864	-0.009	0.011	0.002
Si	29.849	2.769	3.812	0.005	-0.024	-0.013
Si	27.184	5.506	3.895	-0.013	0.009	0.003
Si	29.913	-8.097	3.891	-0.016	0.008	0.01
Si	27.117	-5.393	3.917	-0.016	0.001	-0.004
Si	29.87	-2.623	3.954	-0.013	0.009	-0.014
Si	32.685	0.128	3.85	0.029	-0.01	0.008
Si	35.399	2.759	3.799	-0.014	0.014	0.042
Si	32.631	5.491	3.789	0.007	0.003	-0.015
Si	35.384	-8.18	3.793	-0.001	0.003	-0.008
Si	32.652	-5.395	3.87	-0.018	0.007	0.008
Si	35.467	-2.635	3.934	0.01	0.013	0.041
Si	-27.123	0.047	3.761	0.018	-0.011	-0.015
Si	-24.42	2.709	3.864	-0.011	-0.017	-0.004
Si	-27.221	5.408	3.784	-0.006	-0.018	-0.007
Si	-24.432	-8.173	3.946	0.001	0.002	-0.005
Si	-27.131	-5.449	3.885	-0.003	-0.006	-0.005
Si	-24.393	-2.733	3.988	0.018	-0.016	0.029
Si	-21.691	-0.022	4.023	0.009	-0.001	0.003
Si	-18.994	2.657	4.065	0.019	-0.016	-0.003
Si	-21.707	5.399	3.934	-0.009	-0.011	-0.002
Si	-18.927	-8.223	4.129	-0.003	0.007	-0.006
Si	-21.658	-5.482	4.14	-0.001	-0.015	0.015
Si	-18.914	-2.752	4.154	-0.017	0.006	0.001
Si	-16.214	-0.043	4.192	0.01	-0.015	-0.005
Si	-13.473	2.688	4.225	-0.005	0.018	0.015
Si	-16.205	5.404	4.224	-0.012	0.007	0.014
Si	-13.48	8.094	4.238	0	0.003	-0.004
Si	-16.197	10.778	4.145	-0.011	0.023	0.011
Si	-13.511	-2.811	4.284	0.036	-0.018	0.02
Si	-10.817	-0.113	4.225	-0.007	0.001	-0.009
Si	-8.092	2.611	4.247	-0.019	-0.001	-0.016
Si	-10.791	5.3	4.215	-0.021	0.001	0.003
Si	-8.132	8.027	4.341	-0.008	0.002	0
Si	-10.727	10.784	4.334	0	-0.013	-0.008
Si	-8.074	-2.79	4.331	0.006	-0.011	0.006
Si	-5.372	-0.062	4.26	0.015	0.003	-0.011
Si	-2.717	2.614	4.252	-0.01	0.009	0.004
Si	-5.342	5.331	4.341	-0.009	-0.003	-0.013
Si	-2.689	8.079	4.337	-0.02	0.005	0.003
Si	-5.404	-5.577	4.38	0.006	0.023	-0.006
Si	-2.679	-2.785	4.357	0.011	-0.017	-0.007
Si	1.369	-1.405	16.546	-0.011	-0.011	-0.013
Si	4.168	1.378	16.497	0.003	0.009	-0.01
Si	1.418	4.069	16.589	-0.001	0.001	0.006
Si	4.166	6.761	16.537	0	-0.01	0.001
Si	1.444	-6.851	16.557	-0.002	0.007	-0.005
Si	4.136	-4.106	16.533	0	0.001	-0.011
Si	6.859	-1.366	16.473	0.001	-0.011	0
Si	9.56	1.383	16.453	-0.005	0.005	-0.01
Si	6.869	4.059	16.54	-0.012	-0.021	0.01
Si	9.606	-9.521	16.451	-0.005	0.017	0
Si	6.896	-6.816	16.491	0.002	0.009	-0.001
Si	9.618	-4.06	16.416	0.011	-0.005	-0.003
Si	12.286	-1.338	16.414	-0.001	-0.015	0.012
Si	15.013	1.405	16.278	0	-0.008	-0.007
Si	12.27	4.112	16.368	-0.004	-0.009	-0.001
Si	15.017	-9.478	16.298	0.007	-0.002	-0.002
Si	12.315	-6.786	16.359	-0.004	-0.01	-0.008
Si	15.037	-4.011	16.316	0.016	0.003	0.004
Si	17.756	-1.299	16.237	-0.007	-0.007	-0.002
Si	20.478	1.425	16.227	0.004	-0.004	0.005
Si	17.715	4.126	16.238	-0.012	-0.004	-0.001
Si	20.486	-9.408	16.148	0.005	-0.004	-0.015
Si	17.727	-6.717	16.2	0.005	-0.021	-0.007
Si	20.453	-3.982	16.149	0.005	0.001	-0.012
Si	23.187	-1.216	16.157	0.006	0.003	0
Si	25.869	1.509	16.127	0.021	0.006	0.001
Si	23.18	4.176	16.126	-0.013	-0.009	-0.004
Si	25.862	-9.401	16.082	-0.001	-0.004	-0.016
Si	23.155	-6.693	16.126	0.012	-0.014	-0.008
Si	25.896	-3.908	16.136	0.003	0.008	0.009
Si	28.579	-1.242	16.097	0.009	-0.001	-0.004
Si	31.279	1.481	16.065	0.007	-0.006	-0.017
Si	28.558	4.239	16.116	-0.001	-0.001	-0.009
Si	31.252	-9.376	16.119	0.021	-0.002	-0.008
Si	28.608	-6.643	16.104	0.017	0.008	0
Si	31.262	-3.98	16.112	-0.008	0.001	-0.007
Si	33.998	-1.259	16.089	0.012	-0.001	-0.019
Si	36.69	1.416	16.16	0.005	0.004	-0.003
Si	34.006	4.186	16.094	0.017	0.01	-0.007
Si	36.674	-9.491	16.15	-0.007	0.002	-0.007
Si	33.953	-6.706	16.135	0	-0.004	-0.014
Si	36.652	-4.027	16.112	0.009	0.005	-0.014
Si	-25.907	-1.365	16.195	-0.002	-0.012	-0.008
Si	-23.274	1.316	16.182	-0.02	0.003	-0.008
Si	-25.952	4.065	16.187	-0.012	-0.003	-0.007
Si	-23.226	-9.548	16.154	0.005	-0.001	-0.015
Si	-25.921	-6.824	16.115	0	0	-0.02
Si	-23.191	-4.111	16.255	0.019	0.007	0.009
Si	-20.583	-1.471	16.18	-0.025	0.005	-0.005
Si	-17.783	1.286	16.253	-0.006	0.01	-0.027
Si	-20.498	4.045	16.2	0.006	0.001	-0.023
Si	-17.714	-9.557	16.316	0	0.024	-0.004
Si	-20.469	-6.798	16.27	0.014	0.017	0.005
Si	-17.811	-4.247	16.26	-0.016	-0.005	0.003
Si	-15.057	-1.458	16.324	-0.002	0.006	-0.03
Si	-12.308	1.273	16.408	-0.008	0.011	-0.007
Si	-15.007	4.034	16.364	0.008	0.009	0.004
Si	-12.332	6.618	16.521	-0.016	0.003	0.001
Si	-15.048	9.32	16.388	-0.005	-0.014	-0.007
Si	-12.28	-4.219	16.411	-0.005	0.02	-0.018
Si	-9.556	-1.484	16.48	0.001	0	-0.002
Si	-6.881	1.211	16.6	-0.012	-0.011	0.013
Si	-9.625	3.921	16.589	-0.02	-0.005	0.013
Si	-6.806	6.662	16.548	-0.008	0	-0.001
Si	-9.553	9.394	16.484	-0.003	0.009	-0.007
Si	-6.802	-4.208	16.536	-0.015	0.016	-0.007
Si	-4.124	-1.461	16.574	0.01	-0.028	0.005
Si	-1.331	1.291	16.573	-0.011	-0.003	-0.006
Si	-4.104	3.974	16.598	-0.003	0.014	0.006
Si	-1.327	6.733	16.624	0.006	-0.015	0.001
Si	-4.041	9.426	16.6	-0.002	0.01	0.012
Si	-1.333	-4.158	16.534	-0.001	0.007	-0.013
Si	2.772	0.024	17.79	-0.029	0.009	-0.051
Si	5.517	2.692	17.939	-0.003	-0.003	0.026
Si	2.797	5.454	17.951	-0.012	0.01	-0.012
Si	5.581	8.101	17.863	0.007	0.009	-0.025
Si	2.825	-5.501	17.919	-0.012	-0.009	0.019
Si	5.509	-2.719	17.854	-0.003	-0.001	0.021
Si	8.216	0.005	17.823	-0.017	0.017	0.002
Si	10.92	2.776	17.779	0.005	0.01	0
Si	8.285	5.427	17.854	0.031	-0.018	-0.016
Si	11.023	-8.173	17.771	0.019	0.002	0.009
Si	8.315	-5.443	17.784	-0.011	-0.02	0.011
Si	10.939	-2.704	17.825	0.002	0.008	0.009
Si	13.695	0.059	17.681	-0.002	0.014	0.013
Si	16.377	2.744	17.634	0.005	0.008	-0.002
Si	13.669	5.47	17.674	-0.016	0.013	-0.021
Si	16.377	-8.055	17.586	0.005	-0.007	0.007
Si	13.661	-5.369	17.663	-0.004	-0.014	-0.012
Si	16.446	-2.653	17.642	-0.003	0.004	0.028
Si	19.11	0.06	17.597	0.018	-0.003	0.005
Si	21.918	2.774	17.526	0.021	0.01	0.002
Si	19.142	5.527	17.461	-0.013	0.004	-0.012
Si	21.823	-8.037	17.535	-0.015	0.009	-0.005
Si	19.148	-5.385	17.506	0	-0.008	-0.019
Si	21.782	-2.56	17.464	-0.026	-0.01	0.007
Si	24.57	0.14	17.525	-0.028	-0.008	0.007
Si	27.177	2.923	17.482	-0.022	-0.012	0.018
Si	24.501	5.588	17.457	0.015	0.019	-0.013
Si	27.219	-8.007	17.386	-0.022	-0.003	0.003
Si	24.517	-5.293	17.424	-0.006	-0.002	-0.007
Si	27.241	-2.531	17.535	-0.026	0.022	0.004
Si	29.913	0.155	17.421	-0.001	0.004	0.007
Si	32.664	2.815	17.407	-0.013	-0.012	0.001
Si	29.891	5.616	17.489	-0.023	0.02	0.034
Si	32.545	-7.988	17.516	-0.018	0.021	-0.011
Si	29.948	-5.318	17.545	0.005	-0.025	0.018
Si	32.625	-2.591	17.414	-0.003	0.009	0.021
Si	35.309	0.094	17.506	-0.02	0.001	0
Si	38.033	2.695	17.615	0.013	-0.019	0.042
Si	35.289	5.539	17.534	0.006	-0.004	0.038
Si	38.072	-8.188	17.517	0.033	-0.013	-0.008
Si	35.326	-5.371	17.492	-0.015	0.001	0.024
Si	37.977	-2.704	17.522	0.017	-0.009	0.017
Si	-24.578	-0.041	17.619	0.011	0.009	0.004
Si	-21.951	2.727	17.479	0.013	0.007	-0.001
Si	-24.64	5.478	17.514	0.009	0.016	-0.007
Si	-21.888	-8.182	17.496	-0.011	-0.006	0.006
Si	-24.597	-5.515	17.511	-0.006	-0.022	0.017
Si	-21.886	-2.747	17.691	-0.007	0.013	0.013
Si	-19.231	-0.11	17.464	0.017	0.006	-0.02
Si	-16.401	2.644	17.594	-0.008	-0.012	-0.025
Si	-19.109	5.38	17.552	-0.003	0.007	-0.018
Si	-16.398	-8.304	17.856	0.01	-0.016	0.025
Si	-19.115	-5.532	17.762	0.021	-0.016	0.026
Si	-16.465	-2.878	17.551	0.003	0.014	-0.02
Si	-13.704	-0.092	17.679	-0.013	0.003	-0.013
Si	-11.072	2.56	17.95	0	-0.001	-0.001
Si	-13.761	5.307	17.94	0.002	0.013	0.022
Si	-10.916	7.994	17.798	0.012	-0.003	-0.019
Si	-13.659	10.676	17.672	0.012	-0.016	-0.007
Si	-10.913	-2.876	17.784	0	-0.005	0.001
Si	-8.305	-0.145	17.964	0	0.004	0.012
Si	-5.475	2.553	17.931	0.01	0.009	-0.02
Si	-8.181	5.271	17.882	0.01	-0.004	-0.002
Si	-5.452	8.045	17.908	0.01	-0.014	-0.026
Si	-8.166	-5.602	17.859	0.012	-0.029	-0.022
Si	-5.516	-2.818	17.943	-0.012	0.02	0.037
Si	-2.72	-0.099	17.891	0.001	0.01	-0.024
Si	0.061	2.662	17.914	0.012	-0.001	-0.012
Si	-2.748	5.366	17.951	-0.01	0.008	-0.016
Si	0.104	-8.208	17.943	-0.008	-0.013	-0.022
Si	-2.62	-5.531	17.944	0.027	-0.014	0.002
Si	-0.005	-2.788	17.902	0.005	0.012	0.002
Si	1.508	1.343	19.251	0.024	0.015	-0.009
Si	4.159	4.092	19.294	0.004	-0.013	-0.036
Si	1.487	6.842	19.372	0.05	-0.007	-0.016
Si	4.25	-6.891	19.243	-0.01	0.009	-0.014
Si	1.399	-4.138	19.222	-0.002	-0.02	-0.044
Si	4.113	-1.287	19.142	0.014	-0.007	-0.009
Si	6.89	1.286	19.288	-0.012	-0.007	-0.005
Si	9.613	4.086	19.27	0.001	0	0.015
Si	6.994	6.796	19.245	-0.018	0.028	0.02
Si	9.739	-6.772	19.136	-0.002	0.011	-0.025
Si	6.946	-4.1	19.128	-0.015	-0.009	-0.046
Si	9.554	-1.341	19.197	0.011	-0.03	-0.008
Si	12.318	1.404	19.045	0.023	-0.002	-0.02
Si	15.016	4.095	18.991	-0.009	-0.024	-0.021
Si	12.378	-9.553	19.144	-0.008	0.015	-0.022
Si	15.001	-6.728	18.993	0.011	-0.019	-0.015
Si	12.373	-4.056	19.133	-0.004	0.005	-0.007
Si	15.109	-1.268	19.01	0.006	0.004	-0.026
Si	17.736	1.372	18.979	-0.012	-0.022	-0.025
Si	20.501	4.138	18.763	0.002	0.018	-0.043
Si	17.856	-9.385	18.81	0.032	0.021	-0.031
Si	20.505	-6.667	18.925	-0.01	-0.012	-0.011
Si	17.871	-4.057	18.909	-0.027	0.027	-0.021
Si	20.504	-1.259	18.958	0.015	-0.01	0.01
Si	23.308	1.481	18.975	-0.009	0.011	-0.012
Si	25.832	4.313	18.874	0.018	-0.018	-0.003
Si	23.182	-9.405	18.867	0.002	-0.011	-0.013
Si	25.878	-6.661	18.74	-0.001	-0.008	-0.027
Si	23.167	-3.902	18.737	0.018	-0.024	-0.031
Si	25.95	-1.115	18.952	0.04	0.011	-0.015
Si	28.545	1.531	18.763	0.001	-0.019	-0.026
Si	31.325	4.201	18.707	0.012	0.007	-0.019
Si	28.533	-9.263	18.835	0.01	0.005	-0.008
Si	31.25	-6.656	19.023	0.023	-0.022	0.002
Si	28.601	-3.908	18.859	0.009	0.002	0.011
Si	31.337	-1.144	18.749	0.011	0.025	-0.024
Si	33.974	1.506	18.857	0.011	-0.006	-0.012
Si	36.664	4.15	18.872	-0.009	0.001	-0.048
Si	33.89	-9.342	18.841	0.015	-0.011	-0.022
Si	36.721	-6.793	18.781	0	0.01	-0.03
Si	33.915	-3.982	18.783	0.012	0.003	-0.033
Si	36.643	-1.279	18.863	0.018	0.005	-0.01
Si	39.365	1.264	19.051	-0.035	0.019	-0.017
Si	-23.319	4.108	18.825	-0.009	-0.024	-0.013
Si	39.38	-9.516	19.01	-0.001	0.033	0.001
Si	-23.319	-6.947	18.886	-0.036	-0.052	-0.016
Si	39.316	-4.145	18.827	-0.011	-0.009	-0.032
Si	-23.288	-1.385	19.086	0.015	-0.015	-0.005
Si	-20.633	1.275	18.718	-0.012	-0.025	-0.053
Si	-17.748	4.017	18.905	0.024	0.031	-0.033
Si	-20.464	-9.496	18.787	0.021	0.007	-0.025
Si	-17.742	-6.909	19.209	-0.019	0.041	-0.029
Si	-20.512	-4.115	19.058	0.012	0.023	-0.014
Si	-17.941	-1.547	18.78	-0.017	-0.009	-0.059
Si	-15.113	1.27	18.98	0.027	0.026	-0.027
Si	-12.497	3.878	19.355	-0.03	-0.055	0.007
Si	-15.14	-9.68	19.393	-0.016	-0.002	0.006
Si	-12.348	9.311	19.093	-0.014	-0.007	-0.025
Si	-15.115	-4.281	18.866	-0.007	-0.01	-0.044
Si	-12.362	-1.488	18.998	0.006	0.017	-0.064
Si	-9.792	1.134	19.344	0.003	-0.058	-0.016
Si	-6.899	3.843	19.273	-0.015	0.014	-0.009
Si	-9.527	6.677	19.184	0.007	0.037	-0.013
Si	-6.835	9.36	19.278	-0.022	0.008	-0.031
Si	-9.543	-4.245	19.163	0.011	0.012	-0.03
Si	-6.976	-1.526	19.357	-0.001	-0.023	-0.044
Si	-4.119	1.163	19.285	-0.016	0.002	-0.007
Si	-1.366	3.969	19.238	-0.019	0.003	-0.011
Si	-4.11	6.748	19.326	0.023	-0.016	0.003
Si	-1.178	-6.846	19.348	-0.037	0.061	-0.004
Si	-4.043	-4.16	19.211	0.015	0.002	-0.025
Si	-1.363	-1.412	19.277	0.029	-0.009	-0.005
Si	0.158	-0.08	20.535	-0.012	-0.034	0.054
Si	2.805	2.741	20.707	-0.027	0.002	0.019
Si	0.036	5.394	20.537	0.002	-0.004	0.021
Si	2.933	8.194	20.776	-0.013	-0.017	0.08
Si	0.206	-5.486	20.775	0.012	-0.035	0.063
Si	2.785	-2.69	20.432	-0.022	0	0.068
Si	5.416	-0.029	20.637	0.016	0.037	0.062
Si	8.283	2.643	20.644	0.011	0.01	0.028
Si	5.645	5.409	20.588	-0.003	-0.049	0.061
Si	8.46	8.154	20.531	0.011	0.001	0.062
Si	5.714	-5.554	20.504	0.054	-0.009	0.048
Si	8.164	-2.688	20.563	-0.017	0.013	0.075
Si	11.002	0.026	20.442	0.025	0.008	0.05
Si	13.659	2.771	20.421	-0.023	0.025	0.065
Si	11.07	5.423	20.62	0.003	0.004	0.032
Si	13.713	-8.106	20.442	-0.016	-0.002	0.022
Si	11.083	-5.419	20.566	-0.003	-0.044	0.051
Si	13.766	-2.63	20.372	0.006	0.009	0.058
Si	16.457	0.042	20.465	0.007	-0.001	0.07
Si	19.193	2.76	20.137	0.022	-0.012	0.056
Si	16.49	5.535	20.067	0.003	0.021	0.033
Si	19.174	-8.047	20.281	-0.015	-0.015	0.055
Si	16.447	-5.363	20.231	0.001	0.023	0.061
Si	19.227	-2.733	20.312	0.038	-0.005	0.026
Si	21.913	0.109	20.308	-0.02	-0.019	0.04
Si	24.632	2.944	20.363	-0.016	-0.029	0.05
Si	21.817	5.489	20.139	0.015	-0.014	0.091
Si	24.537	-7.98	20.15	0.027	0.007	0.06
Si	21.874	-5.212	20.177	-0.03	0.025	0.065
Si	24.507	-2.556	20.098	-0.021	-0.003	0.038
Si	27.266	0.356	20.351	-0.031	0.022	0.055
Si	29.943	2.897	20.023	0.006	-0.007	0.034
Si	27.148	5.753	20.195	-0.018	0.027	0.036
Si	29.768	-7.948	20.38	-0.03	0.026	0.031
Si	27.185	-5.29	20.125	0.004	-0.007	0.046
Si	29.99	-2.463	20.093	-0.028	0.007	0.066
Si	32.594	0.231	20.236	-0.021	-0.007	0.044
Si	35.289	2.855	20.25	0	-0.008	0.068
Si	32.508	5.595	20.14	-0.003	0.04	0.048
Si	35.316	-8.005	20.156	-0.032	-0.008	0.047
Si	32.65	-5.229	20.32	-0.035	-0.005	0.078
Si	35.236	-2.622	20.132	-0.015	0.001	0.031
Si	37.925	-0.097	20.453	0.037	0.019	0.026
Si	40.727	2.758	20.303	-0.01	-0.023	0.059
Si	37.981	5.457	20.32	-0.007	-0.005	0.083
Si	40.769	-8.29	20.505	0.034	0.009	0.041
Si	38.058	-5.549	20.23	0.03	-0.021	0.021
Si	40.523	-2.832	20.321	0.001	0.026	0.077
Si	-21.866	0.09	20.311	-0.026	-0.013	0.078
Si	-19.194	2.566	19.954	0.014	-0.024	0.004
Si	-21.869	5.482	20.023	-0.034	0.023	0.039
Si	-19.212	-8.339	20.408	0.03	-0.011	0.057
Si	-22.007	-5.546	20.159	0.006	0.01	0.036
Si	-19.138	-2.725	20.422	0	-0.021	0.061
Si	-16.575	-0.202	20.023	-0.007	-0.016	0.017
Si	-14.009	2.461	20.709	-0.002	0.044	0.09
Si	-16.64	5.153	20.674	0.028	0.01	0.095
Si	-13.667	-8.232	20.648	0.021	-0.004	0.085
Si	-16.309	-5.464	20.483	-0.004	-0.032	0.083
Si	-13.762	-2.928	20.134	0.013	-0.017	0.045
Si	-11.238	-0.301	20.674	0.036	0.027	0.075
Si	-8.375	2.491	20.629	0.023	0.029	0.057
Si	-10.968	5.322	20.458	0.013	0.01	0.041
Si	-8.172	7.987	20.694	0.007	-0.009	0.012
Si	-10.932	-5.662	20.382	0.011	-0.018	0.034
Si	-8.361	-2.952	20.746	0.033	0.025	0.041
Si	-5.521	-0.183	20.66	-0.001	-0.029	0.061
Si	-2.709	2.5	20.598	0.017	-0.016	0.024
Si	-5.529	5.261	20.584	0.008	0.021	-0.019
Si	-2.616	-8.168	20.638	0.003	-0.013	0.008
Si	-5.409	-5.547	20.503	-0.01	0.007	0.063
Si	-2.771	-2.775	20.637	-0.044	0.017	0.028
Si	1.237	-1.68	21.904	0.295	0.316	-0.691
Si	4.402	1.633	22.044	-0.124	-0.178	-0.673
Si	1.047	3.8	21.888	0.327	0.16	-0.728
Si	4.351	6.724	22.006	-0.038	0.099	-0.785
Si	2.111	-6.273	22.096	-0.267	-0.229	-0.786
Si	4.275	-4.07	21.524	0.011	-0.008	-0.502
Si	6.357	-1.802	21.877	0.105	0.069	-0.721
Si	9.928	1.5	21.905	-0.222	-0.08	-0.671
Si	6.721	3.807	21.952	0.126	0.109	-0.726
Si	10.003	7.032	21.951	-0.141	-0.09	-0.704
Si	7.434	-6.548	21.851	-0.399	-0.157	-0.826
Si	9.477	-4.181	21.774	0.232	0.14	-0.767
Si	12.61	-1.088	21.71	-0.112	-0.228	-0.754
Si	14.77	1.185	21.685	0.274	0.041	-0.792
Si	12.146	3.778	21.954	0.164	0.221	-0.73
Si	15.453	-9.267	21.461	-0.184	0.004	-0.66
Si	12.219	-7.028	21.943	0.1	0.221	-0.71
Si	15.392	-3.778	21.579	-0.108	-0.053	-0.758
Si	17.657	-1.655	21.622	0.026	0.243	-0.689
Si	20.668	1.633	21.565	-0.149	-0.186	-0.685
Si	18.05	4.376	21.308	-0.112	-0.103	-0.742
Si	20.269	-9.743	21.478	0.128	0.266	-0.733
Si	17.545	-6.927	21.548	0.189	0.106	-0.657
Si	20.919	-3.687	21.695	-0.275	-0.159	-0.726
Si	23.126	-1.437	21.595	0.075	0.191	-0.69
Si	26.45	2.196	21.737	-0.154	-0.182	-0.733
Si	22.833	3.92	21.536	0.218	0.069	-0.752
Si	26.023	-9.014	21.609	-0.055	-0.203	-0.708
Si	23.429	-6.371	21.412	-0.072	-0.085	-0.683
Si	25.582	-4.16	21.357	0.087	0.062	-0.786
Si	28.929	-0.867	21.424	-0.193	0.021	-0.796
Si	30.981	1.445	21.529	0.287	0.054	-0.693
Si	28.666	4.382	21.26	0.012	0.029	-0.453
Si	30.838	-9.722	21.496	-0.028	0.066	-0.646
Si	28.147	-6.701	21.709	0.352	0.054	-0.676
Si	31.521	-3.5	21.505	-0.082	-0.294	-0.814
Si	33.775	-1.358	21.493	0.168	0.156	-0.73
Si	36.803	1.652	21.611	-0.218	-0.22	-0.789
Si	34.111	4.525	21.449	-0.072	-0.254	-0.813
Si	36.357	-9.616	21.489	0.25	0.075	-0.771
Si	34.373	-6.336	21.536	-0.114	0.035	-0.637
Si	36.555	-4.141	21.31	-0.015	-0.015	-0.442
Si	38.777	-1.986	21.726	0.097	0.187	-0.784
Si	42.484	1.867	21.597	-0.216	-0.243	-0.687
Si	39.106	3.824	21.624	0.126	0.265	-0.757
Si	42.567	-9.451	21.715	-0.376	-0.051	-0.641
Si	39.575	-6.656	21.758	-0.131	-0.205	-0.711
Si	41.738	-4.435	21.52	-0.031	0.063	-0.702
Si	-20.228	-0.973	21.604	-0.038	-0.139	-0.729
Si	-18.013	1.092	21.276	-0.011	-0.041	-0.542
Si	-20.536	3.992	21.134	0.104	0.035	-0.573
Si	-18.469	-10.162	21.806	0.22	0.195	-0.78
Si	-20.82	-7.023	21.478	0.132	-0.04	-0.669
Si	-17.407	-3.758	21.697	-0.092	-0.088	-0.711
Si	-15.273	-1.621	21.289	-0.046	-0.076	-0.517
Si	-13.118	0.599	21.875	0.28	0.192	-0.691
Si	-15.903	3.275	22.043	0.323	0.251	-0.694
Si	-11.954	6.926	21.823	-0.254	0.017	-0.744
Si	-14.584	-6.387	21.872	-0.084	-0.15	-0.739
Si	-12.388	-4.243	21.474	0.025	0.012	-0.528
Si	-10.252	-2.053	21.967	0.198	0.155	-0.737
Si	-6.997	1.101	21.944	-0.066	-0.061	-0.652
Si	-9.479	4.194	21.848	-0.116	-0.248	-0.712
Si	-7.106	6.28	22.001	0.21	0.288	-0.65
Si	-9.809	9.208	21.867	0.223	0.119	-0.712
Si	-6.606	-4.113	21.887	-0.248	0.015	-0.686
Si	-4.451	-1.795	22.034	0.189	0.2	-0.724
Si	-1.021	1.418	21.842	-0.221	-0.097	-0.666
Si	-3.87	4.134	21.784	-0.323	-0.343	-0.614
Si	-1.589	6.418	21.857	0.315	0.377	-0.561
Si	-4.049	-6.827	21.923	0.195	0.106	-0.652
Si	-1.098	-3.849	21.862	-0.174	-0.387	-0.693
Si	-1.178	0.631	24.826	0.071	0.008	-0.053
Si	3.885	0.681	25.001	-0.025	-0.043	-0.183
Si	1.879	-7.871	24.716	0.144	0.088	-0.106
Si	6.352	8.04	24.104	-0.026	-0.151	-0.096
Si	6.619	-0.854	24.845	-0.07	0.029	-0.147
Si	8.215	5.573	24.161	0.038	-0.017	-0.147
Si	14.283	2.053	-4.921	0.112	-0.082	0.025
Si	16.17	1.684	24.261	0.009	0.031	-0.031
Si	15.085	7.42	-6.984	-0.014	0.004	-0.017
Si	10.043	3.42	-4.954	0.02	0.153	-0.053
Si	2.645	1.835	-7.009	-0.152	0.009	-0.026
Si	13.006	4.578	24.957	-0.023	-0.044	-0.16
Si	13.106	-0.195	-6.515	0.059	-0.062	-0.03
Si	11.386	5.922	-3.736	-0.014	-0.104	0.059
Si	19.798	1.727	-5.492	-0.021	0.027	0.023
Si	18.876	4.623	-5.557	0.03	0.082	0.057
Si	3.127	-7.386	-4.22	-0.072	-0.025	-0.002
Si	11.323	-2.884	23.923	0.081	0.05	-0.135
Si	17.025	0.392	-5.139	-0.025	-0.022	0.085
Si	25.287	1.98	24.714	0.01	0.085	-0.131
Si	20.316	4.608	25.589	0.053	-0.017	-0.066
Si	20.395	7.392	24.393	-0.013	-0.022	-0.176
Si	23.018	-0.863	-3.021	0.004	-0.161	0.143
Si	14.06	-3.137	-5.673	-0.024	0.085	0.061
Si	31.173	-4.938	24.078	0.132	-0.014	-0.008
Si	31.664	4.163	26.453	0.004	0.014	-0.002
Si	24.853	7.068	24.497	-0.123	-0.019	-0.153
Si	29.97	-3.138	-4.959	0.132	-0.11	-0.017
Si	25.836	-1.056	-4.375	0.078	-0.046	0.091
Si	24.75	-0.93	24.313	-0.076	-0.016	-0.161
Si	-32.342	0.126	-4.51	-0.096	0.033	-0.032
Si	-32.637	2.914	23.669	-0.105	-0.027	-0.039
Si	23.32	6.615	-4.468	-0.078	0.082	0.106
Si	30.656	-5.508	-3.541	-0.059	0.022	-0.05
Si	-29.849	-1.356	-4.513	-0.03	0.041	-0.019
Si	27.323	7.839	-6.931	0.004	0.101	0.127
Si	-30.465	0.591	23.72	0.053	0.042	-0.205
Si	-25.637	5.107	24.433	-0.118	-0.027	-0.096
Si	-27.005	3.237	-5.239	-0.191	0.047	0.051
Si	-31.705	-4.563	26.069	-0.016	0.061	-0.027
Si	28.383	-5.044	24.513	-0.078	-0.047	-0.24
Si	25.693	-5.724	-7.05	0.058	-0.018	0.037
Si	-21.694	-3.882	26.17	-0.077	-0.054	0.044
Si	-22.459	2.096	24.46	-0.05	0.01	-0.07
Si	-22.677	5.236	24.524	0.052	0.07	-0.157
Si	-19.133	-5.136	26.532	0.101	-0.001	0.022
Si	-22.127	6.836	-6.973	0.013	-0.054	0.021
Si	-24.439	0.688	26.313	0.145	-0.028	-0.078
Si	-17.362	-3.666	-6.517	-0.069	0.092	-0.02
Si	-20.37	0.575	25.785	0.084	0.042	-0.015
Si	-21.154	3.956	-6.834	-0.103	-0.095	0.049
Si	-14.49	4.229	-2.667	0.026	-0.018	0.071
Si	-13.774	0.491	24.732	0.004	0.067	-0.083
Si	-15.07	-7.713	24.658	0.024	0.054	-0.107
Si	-9.868	2.631	24.334	0.069	0.003	0
Si	-15.939	2.658	25.006	-0.035	0.051	-0.152
Si	-12.834	6.349	24.656	0.008	0.034	-0.014
Si	-13.887	4.262	26.543	-0.051	-0.015	-0.094
Si	-18.917	-5.734	23.52	0.075	0.023	-0.127
Si	-7.251	3.475	25.903	-0.077	0.021	0.023
Si	-8.997	-0.132	23.887	0.079	-0.105	0.012
Si	-6.077	-6.898	25.904	-0.015	-0.023	-0.005
Si	-10.994	-1.03	-7.074	-0.025	-0.111	-0.136
Si	-8.343	7.858	-1.978	0.032	-0.079	0.179
Si	-8.129	-5.709	24.136	0.003	-0.083	-0.127
Si	-7.796	-4.204	-6.939	0.058	0.078	-0.04
Si	-5.15	2.568	23.941	-0.042	-0.004	0.041
Si	-2.323	6.223	24.664	0.032	-0.099	-0.014
Si	1.44	-1.154	25.023	-0.101	-0.14	-0.148
Si	-2.469	-5.231	24.187	-0.128	-0.04	-0.078
Si	-0.431	-6.451	25.941	0.05	0.119	0.029
Si	1.395	-3.972	26.611	0.078	0.094	0.056
Si	-1.11	3.604	26.046	-0.027	0.066	-0.071
Si	9.27	0.528	-4.446	0.139	-0.019	-0.071
Si	4.002	6.452	-2.597	0.032	0.189	-0.052
Si	5.053	-7.88	-6.314	-0.178	0.029	-0.056
Si	9.199	0.756	24.869	0.114	-0.016	-0.128
Si	2.563	-2.925	-1.747	0.089	0.056	0.065
Si	6.376	0.672	-4.625	-0.105	0.064	-0.032
Si	9.165	3.433	26.263	0.029	0.066	-0.063
Si	7.019	3.459	-5.425	0.125	0.079	-0.005
Si	9.786	8.078	-6.496	0.04	0.018	0.042
Si	13.636	-5.058	23.887	-0.073	-0.066	-0.121
Si	9.956	-5.652	-5.179	-0.001	-0.086	0.092
Si	10.892	0.212	-2.103	-0.001	0.008	0.173
Si	16.167	-7.821	25.928	0.109	0.063	0.015
Si	12.206	6.404	-6.734	-0.033	-0.051	0.008
Si	15.714	7.88	-4.069	0.015	-0.079	0.102
Si	10.848	-1.186	26.448	0.006	0.02	-0.106
Si	17.279	5.433	-3.003	-0.099	-0.017	0.093
Si	17.636	4.09	24.211	0.07	0.055	-0.022
Si	17.19	-6.029	-2.856	-0.015	0.028	0.108
Si	21.901	4.545	-2.643	-0.058	-0.039	0.072
Si	21.235	1.652	-2.867	-0.153	0.052	0.106
Si	19.724	-3.478	-6.981	-0.047	-0.063	-0.093
Si	18.834	0.169	23.676	0.05	-0.041	-0.095
Si	13.439	7.547	-2.231	-0.063	0.055	0.028
Si	22.709	-7.072	24.305	0.083	0.061	-0.089
Si	19.433	-4.021	-2.977	-0.081	0.042	0.129
Si	20.869	-4.797	24.675	0.055	0.019	-0.141
Si	23.27	4.445	24.528	-0.009	0.047	-0.051
Si	-32.622	3.887	-5.953	0.143	-0.169	-0.067
Si	-27.095	6.154	-4.899	-0.088	-0.056	-0.071
Si	29.799	4.26	-5.083	-0.117	-0.093	0.179
Si	26.894	-3.84	-5.052	0.061	-0.028	0.047
Si	-30.24	-2.692	-2.01	0	0.013	-0.024
Si	27.219	-2.457	23.487	-0.099	-0.073	-0.107
Si	-31.542	-5.453	-2.728	0.005	-0.119	0.036
Si	27.354	3.354	-6.853	-0.009	0.03	0.077
Si	-30.266	-7.014	-4.883	-0.074	-0.059	-0.019
Si	-28.429	-6.006	-6.869	-0.071	0.043	-0.124
Si	-24.98	-1.49	24.491	0.007	-0.115	-0.1
Si	-31.465	2.671	-3.294	-0.083	0.056	0.134
Si	-25.404	-5.852	-6.736	-0.062	0.01	0.03
Si	-28.772	7.884	-2.933	0.009	0.076	0.087
Si	32.301	-7.654	23.372	0.097	-0.019	-0.24
Si	-27.086	-5.803	-2.297	0.075	-0.01	0.04
Si	-21.863	7.365	-4.102	-0.042	-0.041	0.078
Si	-23.912	-2.504	-2.319	0.029	0.059	0.094
Si	-19.585	-1.718	-2.516	-0.002	-0.008	-0.048
Si	-12.497	-0.015	-2.864	0.013	-0.016	0.274
Si	-17.363	-0.845	-6.812	0.085	-0.032	0.035
Si	-27.195	7.823	23.841	-0.004	0.068	-0.108
Si	-10.85	4.424	-6.531	0.015	0.065	-0.02
Si	-15.533	-4.954	-1.902	-0.056	0.063	0.22
Si	-14.08	-2.315	25.814	0.059	0.055	0.085
Si	-16.844	-0.196	-1.96	0.064	-0.06	0.126
Si	-13.168	6.517	-6.399	0.052	-0.038	0.009
Si	-11.304	-7.317	-6.794	-0.047	0.063	-0.084
Si	-7.105	7.994	-4.761	-0.103	0.069	0.098
Si	-12.075	-5.085	-5.129	-0.021	0.032	-0.017
Si	-16.823	1.274	-4.584	-0.151	-0.024	0.164
Si	-7.039	0.636	-4.963	0.013	-0.043	-0.004
Si	-5.097	7.335	23.874	0.021	-0.011	-0.024
Si	-9.966	3.611	-3.938	-0.015	-0.049	0.044
Si	-9.822	-2.931	-4.915	0.046	-0.172	-0.054
Si	-9.363	-4.043	26.409	0.001	-0.026	0.063
Si	-5.794	-2.866	-2.011	0.124	-0.078	0.168
Si	-3.929	-0.162	24.679	-0.055	-0.087	-0.003
Si	-3.998	3.577	-2.847	0.04	0.055	0.059
Si	-6.267	3.018	-6.455	0.059	-0.032	-0.018
Si	-2.609	-8.059	-1.884	0.018	-0.025	0.153
Si	-2.396	1.226	-2.68	0.007	0.014	0.032
Si	-4.444	-4.365	26.397	0.059	0	0.055
Si	2.379	-1.208	-4.183	-0.038	0.059	0.058
Si	2.316	3.847	-2.565	-0.017	-0.138	0.164
Si	2.285	5.647	23.887	0.004	-0.072	-0.098
Si	0.92	3.162	-4.977	0.024	-0.044	-0.068
Si	4.584	-7.715	26.43	-0.109	0.025	-0.04
Si	-1.274	-5.25	-2.522	-0.107	0.091	0.072
Si	3.902	1.254	-2.838	0.01	-0.058	0.101
Si	4.294	-0.579	-6.279	-0.021	-0.034	-0.098
Si	6.573	5	-2.973	-0.062	0.031	0.281
Si	7.755	-6.359	-6.983	0.15	0.1	0.064
Si	8.698	7.043	-3.977	-0.05	0.026	-0.065
Si	17.461	-1.694	-2.91	0.052	-0.036	0.048
Si	15.509	6.145	24.266	0.016	-0.125	-0.081
Si	12.564	3.456	-6.914	0.016	-0.003	0.089
Si	8.142	-7.72	-1.749	-0.05	-0.054	0.069
Si	10.055	-5.299	-2.001	0.076	0.065	-0.036
Si	16.753	-2.341	-6.756	0.14	0.06	-0.005
Si	24.492	-7.964	-2.214	-0.06	-0.025	0.064
Si	15.18	-3.766	-3.031	-0.021	0.01	0.138
Si	13.151	2.433	-2.095	-0.053	0.039	0.189
Si	19.886	6.603	-2.575	0.04	-0.041	0.07
Si	18.435	-6.669	24.399	0.02	0.037	-0.084
Si	21.589	-2.982	-4.787	0.089	0.016	0.094
Si	20.941	-6.365	-6.557	0.044	0.07	-0.091
Si	20.493	7.344	-5.306	-0.017	-0.097	0.034
Si	29.463	2.588	-2.427	0.006	0.016	0.124
Si	30.004	-3.16	-2.113	-0.063	-0.023	0.037
Si	25.884	5.591	-5.63	0.118	0.007	0.108
Si	23.321	-5.267	-5.09	0.029	0.065	0.003
Si	27.473	0.209	-6.611	0.137	-0.057	0.028
Si	27.176	0.504	-2.146	-0.048	0.041	-0.042
Si	-31.759	-7.684	26.045	-0.043	0.084	0.056
Si	28.143	6.783	-4.321	-0.079	0.002	-0.086
Si	-28.991	7.957	26.369	0.118	-0.013	-0.01
Si	25.379	-5.254	-2.872	-0.025	0.126	0.024
Si	30.448	-0.467	-5.945	0.03	0	-0.058
Si	-24.064	3.231	-2.287	-0.066	-0.007	-0.066
Si	29.702	-8.033	-2.325	0.127	-0.008	0.005
Si	-25.308	1.228	-6.517	0.004	-0.096	-0.001
Si	-19.467	-4.362	-4.189	0.02	0.043	-0.022
Si	-28.626	-2.86	-7.018	0.048	0.014	0.051
Si	-26.154	-1.514	-6.066	-0.063	-0.021	0.031
Si	-28.775	1.479	-3.502	-0.002	-0.122	0.099
Si	-21.894	-0.111	-2.929	-0.055	-0.049	0.109
Si	-17.358	4.028	-4.038	-0.075	-0.039	0.076
Si	-17.9	7.853	24.343	-0.091	0.057	-0.077
Si	-24.435	7.77	-5.486	0.087	-0.031	-0.045
Si	-21.51	-4.301	-6.298	0.125	0.007	-0.026
Si	-21.718	5.319	-1.938	-0.019	-0.01	0.058
Si	-18.297	5.097	-6.59	-0.008	-0.027	-0.059
Si	-22.988	2.095	-4.907	-0.016	0.096	-0.001
Si	-15.676	-6.286	-6.86	-0.145	0.025	-0.009
Si	-19.728	-7.241	-2.929	0.017	0.052	0.144
Si	-25.753	-3.813	-4.355	0.011	-0.069	0.084
Si	-17.781	6.714	-2.958	0.056	-0.136	0.146
Si	-13.916	2.09	-4.613	0	-0.026	0.247
Si	-14.718	6.93	-3.741	0	0.014	0.101
Si	-14.449	-6.477	-4.038	-0.062	0.086	0.022
Si	-22.119	-2.51	23.605	-0.093	0.026	-0.177
Si	-8.496	-1.728	-2.334	0.044	-0.009	0.134
Si	-13.292	-2.828	-1.702	0.091	0.016	-0.054
Si	-8.201	5.142	-5.606	-0.079	-0.111	0.018
Si	-4.164	4.824	-5.528	-0.049	-0.151	0.006
Si	-10.45	5.588	-1.876	-0.023	0.069	0.197
Si	-9.565	0.667	-3.428	0.002	0.052	-0.016
Si	-3.862	-4.578	-3.924	-0.068	-0.019	0.07
Si	-0.214	0.331	-4.653	0.011	0.008	-0.017
Si	-5.36	1.018	-2.475	0.051	0.114	0.071
Si	-4.057	-7.666	-4.368	0.12	0.184	0.019
Si	-1.163	4.886	-6.448	0.046	0.026	-0.003
Si	-4.656	-4.526	-6.85	-0.017	0.016	0.023
Si	1.441	-5.687	-2.356	0.041	-0.144	-0.046
Si	1.292	-1.386	5.663	-0.019	-0.004	0.004
Si	4.033	1.367	5.636	-0.021	-0.01	0.011
Si	1.355	4.033	5.614	0.009	0.001	0.014
Si	4.051	6.753	5.578	0.009	-0.001	0.01
Si	1.342	9.455	5.676	0.011	0.004	0.018
Si	4.032	-4.099	5.69	0.002	0.003	0.019
Si	6.744	-1.337	5.622	-0.008	0.001	0.017
Si	9.453	1.389	5.571	-0.011	-0.005	0.014
Si	6.732	4.109	5.588	-0.007	0.013	0.006
Si	9.438	6.856	5.518	-0.009	0.001	0.004
Si	6.759	-6.838	5.591	0.003	-0.015	0.01
Si	9.476	-4.069	5.553	0.004	0.002	0.007
Si	12.181	-1.334	5.475	0.008	-0.013	0.006
Si	14.868	1.411	5.418	0.001	-0.023	0
Si	12.152	4.154	5.457	0.012	0.012	0
Si	14.861	6.866	5.404	0.014	-0.02	0.011
Si	12.123	-6.744	5.468	-0.009	0	0.004
Si	14.834	-4.007	5.421	0	0.009	0.01
Si	17.583	-1.266	5.369	0.002	0.006	0.011
Si	20.322	1.422	5.316	0.011	-0.004	0.005
Si	17.564	4.159	5.379	-0.006	0.008	0.015
Si	20.325	6.867	5.361	-0.011	-0.003	0.004
Si	17.562	-6.728	5.374	-0.009	-0.001	0.013
Si	20.308	-3.976	5.35	0.011	0.011	0.01
Si	23.035	-1.311	5.315	-0.008	0.003	0.014
Si	25.809	1.417	5.277	-0.005	-0.006	0.004
Si	23.042	4.143	5.3	0.01	0.008	0.012
Si	25.814	6.856	5.276	0.006	-0.012	0.013
Si	23.055	-6.717	5.343	-0.011	0.001	0.009
Si	25.78	-3.999	5.268	0.003	-0.013	0.003
Si	28.513	-1.25	5.268	-0.003	0	0.005
Si	31.275	1.462	5.188	-0.013	0.012	-0.005
Si	28.539	4.131	5.23	-0.007	-0.009	-0.002
Si	31.294	6.845	5.203	0.016	-0.011	-0.007
Si	28.53	-6.739	5.242	-0.002	0.014	0.004
Si	31.268	-4.032	5.229	0.004	-0.025	0
Si	34.027	-1.274	5.213	-0.003	0.01	0
Si	-28.511	1.386	5.156	-0.004	-0.011	-0.002
Si	34.012	4.13	5.152	-0.007	0.001	0.001
Si	-28.553	6.784	5.181	0.012	0.009	0.001
Si	34.035	-6.783	5.18	0.006	-0.007	-0.004
Si	-28.483	-4.056	5.245	0.016	-0.003	-0.002
Si	-25.818	-1.328	5.226	-0.022	0.02	-0.013
Si	-23.095	1.362	5.303	-0.005	0.005	0.001
Si	-25.828	4.078	5.188	-0.001	0.016	-0.016
Si	-23.077	6.764	5.298	0.01	0.008	0.002
Si	-25.805	-6.809	5.282	0.008	0.008	0.005
Si	-23.054	-4.077	5.392	0.009	0.013	0.012
Si	-20.345	-1.383	5.42	0.008	0.005	0.01
Si	-17.634	1.32	5.473	-0.012	0.004	0.001
Si	-20.375	4.046	5.364	0.006	0.022	-0.006
Si	-17.608	6.747	5.526	0.006	0.002	0.014
Si	-20.316	-6.868	5.463	-0.001	0.004	0.018
Si	-17.563	12.177	5.486	-0.003	-0.015	0.002
Si	-14.891	-1.424	5.574	-0.022	0.004	-0.009
Si	-12.158	1.274	5.578	0.008	0.004	0
Si	-14.86	4.029	5.568	0.019	0.011	0.011
Si	-12.153	6.684	5.576	0.011	-0.002	-0.006
Si	-14.871	9.445	5.562	0	0.003	0
Si	-12.14	12.152	5.628	-0.001	-0.002	0.004
Si	-9.472	-1.442	5.64	-0.009	0.002	0.006
Si	-6.751	1.263	5.634	-0.006	-0.008	-0.002
Si	-9.437	3.977	5.611	0.012	0.011	0.001
Si	-6.734	6.687	5.672	0.016	-0.002	0.004
Si	-9.439	9.406	5.708	-0.005	0.006	0.017
Si	-6.739	12.155	5.696	-0.001	-0.006	0.004
Si	-4.05	-1.417	5.671	-0.005	0.006	0.006
Si	-1.341	1.296	5.627	0	-0.005	0.007
Si	-4.025	3.958	5.682	0.011	-0.008	0.013
Si	-1.333	6.707	5.662	0.015	-0.004	0.001
Si	-4.044	-6.915	5.724	-0.001	0.006	0.023
Si	-1.326	-4.147	5.694	-0.007	-0.006	0.011
Si	2.683	-0.017	6.994	-0.001	0.01	-0.007
Si	5.403	2.732	6.973	0.005	0.001	-0.01
Si	2.704	5.407	6.974	-0.01	0.012	-0.018
Si	5.413	-8.207	6.952	0.012	-0.001	-0.004
Si	2.699	-5.491	7.03	0.008	-0.003	-0.004
Si	5.402	-2.71	6.996	-0.003	0.008	-0.004
Si	8.117	0.025	6.952	0.007	-0.001	-0.007
Si	10.832	2.78	6.865	-0.008	0.001	-0.009
Si	8.103	5.485	6.91	-0.005	0.011	-0.002
Si	10.811	-8.114	6.867	0.006	0	-0.006
Si	8.116	-5.436	6.918	-0.002	0.003	-0.015
Si	10.84	-2.687	6.875	0.003	-0.004	-0.007
Si	13.549	0.039	6.81	0.012	-0.003	-0.005
Si	16.239	2.782	6.757	0.004	0.014	-0.003
Si	13.531	5.502	6.801	0.002	0.015	-0.002
Si	16.229	-8.092	6.755	-0.003	-0.004	-0.004
Si	13.513	-5.385	6.805	0.009	0	-0.006
Si	16.233	-2.639	6.743	-0.011	0.009	-0.006
Si	18.967	0.085	6.711	0.002	0.005	-0.005
Si	21.697	2.781	6.669	-0.002	-0.006	-0.005
Si	18.96	5.508	6.717	-0.002	0	0.001
Si	21.699	-8.085	6.694	0.005	0.006	0.002
Si	18.962	-5.368	6.703	0.009	-0.002	-0.013
Si	21.686	-2.64	6.704	-0.001	0.002	0
Si	24.431	0.066	6.632	0.001	-0.006	-0.007
Si	27.18	2.791	6.613	0.009	-0.009	0
Si	24.434	5.509	6.633	0.002	-0.006	-0.005
Si	27.179	-8.091	6.617	0.001	-0.001	-0.004
Si	24.439	-5.35	6.66	-0.01	0.01	-0.008
Si	27.161	-2.636	6.611	-0.004	-0.002	0.001
Si	29.922	0.103	6.578	0	-0.004	-0.002
Si	32.645	2.803	6.549	0.004	0	0.001
Si	29.924	5.494	6.569	-0.002	-0.001	-0.003
Si	32.655	-8.112	6.56	-0.011	0.006	0.005
Si	29.902	-5.375	6.591	-0.006	0.006	0.008
Si	32.652	-2.653	6.558	-0.003	0.009	-0.001
Si	-29.884	0.064	6.566	0.008	-0.019	0.005
Si	-27.185	2.733	6.567	-0.006	-0.001	0.001
Si	-29.925	5.468	6.558	-0.011	0.001	0.002
Si	-27.2	-8.177	6.587	0.002	-0.005	-0.003
Si	-29.892	-5.417	6.56	0.011	-0.003	0.001
Si	-27.157	-2.69	6.615	-0.003	-0.013	0.001
Si	-24.472	0.002	6.637	0.005	-0.005	0.005
Si	-21.75	2.699	6.71	0.011	-0.011	-0.007
Si	-24.48	5.414	6.617	-0.007	0	-0.008
Si	-21.732	-8.235	6.734	0.004	-0.014	-0.001
Si	-24.459	-5.457	6.676	0	-0.011	-0.003
Si	-21.718	-2.729	6.766	-0.006	0	0.01
Si	-19.001	-0.041	6.811	0.001	-0.013	0.001
Si	-16.27	2.653	6.86	-0.003	-0.003	-0.007
Si	-19.02	5.367	6.791	0.001	-0.012	-0.001
Si	-16.257	8.098	6.895	-0.009	-0.004	0
Si	-18.971	10.831	6.814	-0.005	0.008	0.001
Si	-16.257	-2.793	6.898	0.006	0.001	0.002
Si	-13.534	-0.074	6.934	-0.004	-0.013	0.002
Si	-10.81	2.624	6.96	-0.004	-0.002	-0.002
Si	-13.523	5.364	6.951	-0.015	-0.001	-0.002
Si	-10.831	8.036	6.994	0.005	0	-0.003
Si	-13.532	10.797	6.947	0.01	0.007	-0.001
Si	-10.815	-2.808	7.004	-0.005	-0.012	0.001
Si	-8.108	-0.091	7.001	-0.006	0.007	-0.006
Si	-5.408	2.617	7.025	0	0.009	-0.014
Si	-8.104	5.329	7.009	-0.005	0.006	-0.01
Si	-5.403	8.044	7.063	-0.006	0.005	-0.005
Si	-8.092	10.783	7.05	0.001	-0.008	0.002
Si	-5.393	-2.789	7.041	-0.009	0.003	0
Si	-2.687	-0.06	7.022	0.008	-0.001	-0.01
Si	0.009	2.666	6.994	-0.001	-0.005	-0.006
Si	-2.682	5.343	7.034	-0.003	-0.013	-0.005
Si	-0.005	8.09	7.034	-0.006	0.01	-0.005
Si	-2.693	-5.513	7.047	0.002	0.011	-0.004
Si	-0.002	-2.769	7.057	0.005	-0.001	-0.01
Si	1.346	1.322	8.383	-0.005	-0.002	0.001
Si	4.054	4.066	8.354	0.003	0.002	0.003
Si	1.368	6.746	8.38	0.01	0.002	0.003
Si	4.08	-6.848	8.35	-0.015	0.006	0
Si	1.363	-4.126	8.403	0.005	0.006	0
Si	4.049	-1.365	8.361	0.003	-0.009	0.005
Si	6.767	1.373	8.322	0	-0.01	0.002
Si	9.477	4.115	8.248	0.003	0.006	-0.004
Si	6.77	6.794	8.328	-0.006	-0.005	0.005
Si	9.48	-6.779	8.272	-0.004	-0.004	0.001
Si	6.777	-4.086	8.314	0.001	-0.006	0
Si	9.49	-1.348	8.269	-0.01	-0.008	0.002
Si	12.2	1.397	8.192	0.001	-0.007	-0.008
Si	14.898	4.134	8.144	0.001	-0.004	-0.004
Si	12.189	6.842	8.198	-0.005	-0.004	0.005
Si	14.889	-6.747	8.142	-0.006	-0.006	-0.002
Si	12.2	-4.04	8.218	0.006	0.012	0.001
Si	14.917	-1.303	8.161	0.011	0.008	0.008
Si	17.623	1.433	8.096	-0.001	-0.008	-0.004
Si	20.345	4.143	8.044	-0.003	-0.003	-0.009
Si	17.617	6.869	8.091	0.005	0.003	-0.003
Si	20.342	-6.723	8.053	0.005	-0.013	0.001
Si	17.615	-4.009	8.079	-0.003	-0.01	-0.011
Si	20.341	-1.271	8.06	0.01	0.005	-0.002
Si	23.085	1.432	8.005	0.003	-0.002	0
Si	25.816	4.154	7.974	-0.006	-0.003	0.003
Si	23.092	6.876	8.013	-0.002	0.006	-0.005
Si	25.826	-6.717	7.981	0.005	0.012	-0.002
Si	23.075	-4.001	8.027	-0.005	-0.014	0
Si	25.808	-1.283	7.982	-0.006	-0.008	-0.007
Si	28.563	1.446	7.958	0.01	0.012	0.002
Si	31.289	4.15	7.933	0.016	0.008	-0.003
Si	28.564	6.863	7.939	-0.002	-0.009	-0.003
Si	31.284	-6.744	7.92	0.003	0.003	-0.005
Si	28.548	-3.996	7.946	-0.004	-0.009	-0.001
Si	31.284	-1.284	7.919	-0.004	-0.002	-0.005
Si	-31.273	1.427	7.909	0.002	0.006	-0.012
Si	-28.56	4.103	7.92	-0.003	0.006	-0.007
Si	34.006	6.844	7.925	0.003	-0.002	-0.006
Si	-28.551	-6.785	7.939	-0.001	0	-0.006
Si	-31.265	-4.033	7.908	-0.012	-0.015	-0.002
Si	-28.555	-1.326	7.94	0.004	0.009	-0.01
Si	-25.846	1.374	7.968	-0.002	-0.013	-0.013
Si	-23.132	4.069	8.03	-0.002	-0.004	-0.007
Si	-25.84	6.794	7.97	0	0	-0.006
Si	-23.111	-6.835	8.043	0.002	0.01	-0.007
Si	-25.828	-4.068	7.998	0.015	0.02	0
Si	-23.125	-1.352	8.045	0.007	-0.004	-0.007
Si	-20.397	1.341	8.107	-0.001	0.007	-0.007
Si	-17.661	4.017	8.176	-0.003	0.002	-0.006
Si	-20.39	6.737	8.123	-0.006	0.002	-0.005
Si	-17.64	9.47	8.205	0.01	0.006	-0.013
Si	-20.37	-4.114	8.122	0.008	0.012	-0.007
Si	-17.658	-1.413	8.193	-0.012	-0.006	-0.005
Si	-14.931	1.285	8.249	0.005	-0.001	-0.013
Si	-12.182	3.985	8.306	0.003	0.012	-0.006
Si	-14.914	6.729	8.263	0.006	0.013	0.001
Si	-12.196	9.421	8.319	-0.021	-0.012	-0.005
Si	-14.907	-4.149	8.272	-0.006	0.004	-0.004
Si	-12.199	-1.441	8.321	0.009	0.004	-0.005
Si	-9.47	1.273	8.348	0.004	-0.001	-0.005
Si	-6.759	3.979	8.387	-0.001	-0.007	-0.002
Si	-9.467	6.692	8.36	-0.002	0	-0.006
Si	-6.75	9.418	8.415	0.01	0.014	0.001
Si	-9.475	-4.176	8.378	-0.001	0.008	-0.005
Si	-6.769	-1.445	8.388	-0.004	-0.007	-0.003
Si	-4.048	1.278	8.398	-0.009	-0.006	-0.006
Si	-1.332	4.002	8.4	0.006	0.018	0.001
Si	-4.044	6.69	8.413	-0.008	0	0
Si	-1.346	-6.874	8.41	-0.004	-0.002	-0.002
Si	-4.046	-4.153	8.407	0.007	0.002	-0.001
Si	-1.358	-1.417	8.412	-0.004	-0.009	0.005
Si	0.001	-0.045	9.761	0.001	-0.002	-0.007
Si	2.713	2.692	9.729	-0.011	0.001	-0.008
Si	0.02	5.379	9.752	0.003	0.001	-0.006
Si	2.728	-8.2	9.729	0.01	-0.002	-0.004
Si	0.013	-5.5	9.761	-0.001	0.007	-0.003
Si	2.72	-2.744	9.743	0.007	-0.006	-0.001
Si	5.426	0	9.697	-0.013	0.012	-0.004
Si	8.145	2.746	9.641	-0.006	0.006	-0.009
Si	5.424	5.429	9.699	0.005	0.006	0.001
Si	8.141	-8.147	9.652	-0.007	0.006	0
Si	5.436	-5.459	9.689	0.004	-0.006	-0.005
Si	8.146	-2.713	9.651	0.005	0	0.002
Si	10.862	0.035	9.586	0.001	0.006	-0.006
Si	13.567	2.766	9.533	0.011	0.009	0
Si	10.851	5.476	9.586	-0.004	0.004	-0.006
Si	13.56	-8.109	9.533	0.005	0.006	-0.004
Si	10.854	-5.402	9.598	0.004	0.003	-0.006
Si	13.573	-2.666	9.54	0.006	-0.015	-0.002
Si	16.289	0.071	9.485	0.005	0	0.002
Si	19.001	2.794	9.43	-0.003	0	-0.002
Si	16.279	5.502	9.473	0.005	0.004	0
Si	18.997	-8.089	9.424	-0.007	0.004	0.001
Si	16.277	-5.376	9.464	-0.005	0.003	-0.008
Si	18.993	-2.644	9.422	0.005	0.011	-0.007
Si	21.731	0.086	9.386	-0.008	0.005	0.002
Si	24.46	2.801	9.341	-0.002	-0.008	0.004
Si	21.729	5.516	9.372	0.004	-0.004	-0.001
Si	24.465	-8.071	9.346	-0.004	-0.005	0
Si	21.727	-5.363	9.39	-0.001	0.006	0.001
Si	24.456	-2.634	9.355	-0.006	0.001	-0.003
Si	27.193	0.086	9.311	-0.003	-0.007	-0.001
Si	29.931	2.803	9.308	-0.004	0.001	0.005
Si	27.197	5.522	9.31	0.001	0.005	-0.002
Si	29.923	-8.088	9.293	0.008	-0.002	0.004
Si	27.196	-5.348	9.319	-0.005	0.004	0.005
Si	29.918	-2.631	9.289	-0.003	-0.002	0.007
Si	-32.632	0.072	9.282	0.009	-0.003	0.002
Si	-29.928	2.77	9.295	-0.008	-0.004	0.005
Si	32.64	5.508	9.296	-0.011	0	0.01
Si	-29.923	-8.122	9.299	-0.01	0.001	0.005
Si	-32.638	-5.377	9.274	-0.008	-0.003	0.005
Si	-29.92	-2.682	9.298	0.008	0.005	0.003
Si	-27.213	0.02	9.322	-0.003	-0.011	0.007
Si	-24.5	2.708	9.367	-0.004	-0.003	0.007
Si	-27.217	5.448	9.317	0.003	-0.007	0.009
Si	-24.498	-8.182	9.379	0.004	-0.004	0.001
Si	-27.208	-5.43	9.332	-0.001	0	0.006
Si	-24.488	-2.723	9.38	0.005	-0.004	0.009
Si	-21.776	-0.018	9.436	-0.008	0	0.006
Si	-19.045	2.666	9.513	0.005	-0.005	-0.001
Si	-21.783	5.396	9.447	0.015	0.002	0.004
Si	-19.036	8.093	9.498	-0.004	-0.002	0.001
Si	-21.764	-5.483	9.428	0.009	-0.006	0.004
Si	-19.036	-2.773	9.519	0.001	-0.001	0.013
Si	-16.308	-0.076	9.586	0.002	-0.01	0
Si	-13.574	2.627	9.628	-0.005	-0.002	0.001
Si	-16.309	5.359	9.563	-0.005	-0.003	0.002
Si	-13.572	8.07	9.653	0	0.008	0.004
Si	-16.293	-5.51	9.59	-0.002	0.003	0.007
Si	-13.57	-2.805	9.662	0	-0.012	0.006
Si	-10.843	-0.091	9.688	-0.001	-0.001	0.003
Si	-8.125	2.62	9.733	0.002	0.01	-0.003
Si	-10.839	5.331	9.694	0.006	-0.004	0.001
Si	-8.127	8.05	9.748	-0.004	0.003	-0.002
Si	-10.847	-5.55	9.708	0.001	0.002	0
Si	-8.126	-2.814	9.74	0.002	-0.006	0.003
Si	-5.412	-0.087	9.752	0.006	-0.003	-0.006
Si	-2.702	2.648	9.766	-0.002	0	-0.008
Si	-5.414	5.337	9.769	0.005	-0.007	-0.002
Si	-2.698	8.074	9.768	-0.003	0.009	-0.007
Si	-5.398	-5.53	9.764	-0.004	-0.001	0.001
Si	-2.701	-2.789	9.774	-0.006	0.009	-0.001
Si	1.364	-1.398	11.121	-0.01	0.003	0.006
Si	4.079	1.339	11.083	0.011	-0.001	0.003
Si	1.373	4.033	11.122	0.004	0.001	0.008
Si	4.089	-9.543	11.09	-0.008	0.002	0.004
Si	1.381	-6.851	11.114	0.005	0.006	-0.003
Si	4.095	-4.107	11.078	0	0.001	0.004
Si	6.799	-1.364	11.037	-0.007	-0.007	0.003
Si	9.516	1.38	10.975	0	-0.006	-0.001
Si	6.799	4.077	11.037	-0.01	-0.005	0.006
Si	9.513	-9.507	10.987	-0.001	0.003	0.006
Si	6.803	-6.807	11.046	0.007	0.003	0.005
Si	9.517	-4.062	10.999	-0.003	-0.007	0.004
Si	12.23	-1.322	10.933	0.012	-0.007	0
Si	14.943	1.413	10.877	0.011	-0.008	0.004
Si	12.218	4.108	10.923	-0.009	-0.003	0.002
Si	14.939	-9.47	10.864	-0.002	-0.001	0.001
Si	12.226	-6.764	10.929	-0.001	-0.006	0.005
Si	14.945	-4.03	10.864	0.005	0.006	0.002
Si	17.662	-1.291	10.816	-0.01	0.002	0.004
Si	20.385	1.441	10.763	0.004	0.003	0.004
Si	17.656	4.144	10.813	0.005	0	-0.001
Si	20.381	-9.45	10.754	-0.003	0	-0.002
Si	17.654	-6.735	10.802	0.005	-0.011	0.002
Si	20.382	-3.997	10.756	0.004	-0.013	0.001
Si	23.11	-1.271	10.722	0	-0.004	0.003
Si	25.841	1.448	10.679	0.001	0.002	0.002
Si	23.108	4.163	10.71	-0.003	-0.001	0.002
Si	25.848	-9.426	10.678	0.003	-0.001	0.003
Si	23.115	-6.714	10.724	-0.001	-0.005	0.005
Si	25.84	-3.986	10.688	-0.003	-0.003	-0.003
Si	28.565	-1.266	10.66	-0.007	0	-0.001
Si	31.292	1.437	10.66	0.003	0	0
Si	28.57	4.171	10.663	0.009	-0.005	0.001
Si	31.285	-9.44	10.654	0.006	-0.008	0
Si	28.567	-6.714	10.654	0.005	0.004	0
Si	31.283	-4.003	10.632	0.006	0.001	-0.004
Si	-31.281	-1.3	10.647	-0.011	-0.008	-0.003
Si	-28.582	1.395	10.659	0.001	0.002	-0.014
Si	-31.288	4.141	10.655	0.005	0.019	-0.006
Si	-28.578	-9.491	10.667	-0.005	0.004	-0.006
Si	-31.286	-6.741	10.643	0.002	0.004	-0.005
Si	-28.572	-4.05	10.676	-0.005	-0.008	-0.002
Si	-25.872	-1.351	10.701	-0.001	0.006	-0.009
Si	-23.16	1.346	10.759	0.015	0.004	-0.007
Si	-25.869	4.084	10.696	0.003	-0.011	-0.006
Si	-23.15	-9.537	10.772	0.004	0	0.005
Si	-25.865	-6.8	10.717	0.012	0.005	0.001
Si	-23.148	-4.102	10.747	0.002	0.02	-0.007
Si	-20.433	-1.393	10.813	-0.006	-0.001	-0.012
Si	-17.7	1.298	10.898	-0.009	0.003	-0.001
Si	-20.428	4.042	10.833	-0.011	-0.003	0.003
Si	-17.69	6.731	10.879	0.01	0.005	-0.007
Si	-20.419	9.471	10.806	0.007	0.001	-0.009
Si	-17.685	-4.139	10.896	-0.002	0.005	-0.007
Si	-14.966	-1.441	10.978	-0.003	0.005	0.004
Si	-12.229	1.268	11.014	0.004	-0.001	-0.007
Si	-14.96	3.996	10.942	0.002	0.005	-0.008
Si	-12.216	6.704	11.015	-0.01	0	-0.007
Si	-14.953	9.442	10.967	-0.006	0.005	-0.003
Si	-12.227	-4.182	11.037	-0.006	0.008	0.002
Si	-9.502	-1.451	11.071	-0.004	-0.001	-0.006
Si	-6.776	1.266	11.11	0.002	-0.007	0.001
Si	-9.495	3.979	11.075	0	-0.005	-0.002
Si	-6.781	6.692	11.129	-0.004	0.011	0.009
Si	-9.5	9.408	11.091	-0.001	0	0.005
Si	-6.775	-4.178	11.107	0.006	0.006	0.002
Si	-4.067	-1.439	11.13	-0.013	-0.012	0
Si	-1.352	1.3	11.143	-0.005	-0.003	0.009
Si	-4.063	3.991	11.145	-0.006	0.011	0.012
Si	-1.334	6.727	11.129	0.002	-0.008	0.001
Si	-4.052	9.428	11.135	0.006	0.002	0.001
Si	-1.341	-4.15	11.13	-0.001	-0.001	-0.001
Si	2.733	-0.024	12.464	0	0.003	-0.001
Si	5.455	2.71	12.413	-0.002	-0.001	-0.007
Si	2.741	5.412	12.461	0.009	0.005	-0.007
Si	5.467	-8.177	12.43	-0.004	0.003	-0.006
Si	2.752	-5.476	12.454	0	0.009	-0.006
Si	5.458	-2.731	12.423	0.003	-0.007	-0.001
Si	8.18	0.013	12.36	0	0.017	-0.005
Si	10.88	2.747	12.319	0.001	-0.001	-0.001
Si	8.17	5.448	12.37	-0.003	-0.005	-0.006
Si	10.887	-8.13	12.31	0.001	0.008	-0.005
Si	8.174	-5.432	12.377	-0.006	-0.007	-0.004
Si	10.895	-2.686	12.324	-0.001	0.009	-0.003
Si	13.6	0.052	12.264	-0.001	0.006	-0.003
Si	16.323	2.78	12.205	0	0.014	0
Si	13.596	5.485	12.242	0.01	0.002	-0.006
Si	16.32	-8.099	12.191	0.001	0.009	-0.006
Si	13.607	-5.391	12.249	0.007	0.004	-0.008
Si	16.308	-2.647	12.189	0.003	-0.018	-0.009
Si	19.047	0.076	12.141	0.012	-0.001	-0.001
Si	21.756	2.816	12.091	0.002	-0.004	-0.003
Si	19.038	5.51	12.139	-0.011	-0.003	-0.007
Si	21.757	-8.076	12.082	-0.002	-0.01	0
Si	19.032	-5.359	12.122	-0.009	0.004	-0.006
Si	21.766	-2.633	12.091	-0.011	0.007	0
Si	24.483	0.102	12.053	-0.004	-0.006	-0.001
Si	27.213	2.812	12.021	-0.011	0.001	-0.003
Si	24.492	5.533	12.034	-0.008	0.004	-0.007
Si	27.204	-8.05	12.03	0.004	-0.003	0.005
Si	24.492	-5.34	12.06	0.002	0.014	0
Si	27.202	-2.609	12.028	-0.002	-0.005	-0.004
Si	29.924	0.092	12.025	-0.005	-0.008	0.007
Si	32.636	2.803	12.031	0.007	-0.002	0.007
Si	29.922	5.541	12.021	-0.004	0.01	0.001
Si	32.639	-8.081	12.018	-0.003	0.011	0.009
Si	29.926	-5.348	12.005	-0.002	0.001	-0.002
Si	32.63	-2.647	12.004	-0.009	-0.008	0.004
Si	-29.934	0.052	12.03	0.01	0.002	0.009
Si	-27.239	2.735	12.043	-0.006	-0.004	-0.002
Si	-29.948	5.495	12.033	-0.006	-0.012	0.007
Si	-27.243	-8.15	12.065	-0.015	-0.017	0.009
Si	-29.946	-5.394	12.03	-0.011	-0.006	0.003
Si	-27.223	-2.704	12.064	0.012	0.017	0.005
Si	-24.541	-0.01	12.094	-0.003	-0.013	0.004
Si	-21.813	2.679	12.153	-0.008	-0.014	-0.001
Si	-24.531	5.421	12.096	-0.01	-0.012	0.008
Si	-21.793	-8.187	12.156	0.019	0.016	0.006
Si	-24.515	-5.449	12.102	0.019	0.011	0.01
Si	-21.816	-2.754	12.133	0.011	-0.006	0.002
Si	-19.087	-0.071	12.218	-0.012	-0.01	0.001
Si	-16.347	2.65	12.277	0.015	0	0.003
Si	-19.076	5.392	12.22	0.007	0.001	0.001
Si	-16.337	8.065	12.265	-0.004	0	0.005
Si	-19.073	10.806	12.195	0.001	-0.001	-0.003
Si	-16.344	-2.817	12.305	-0.013	-0.013	0.011
Si	-13.609	-0.089	12.35	0.014	0.005	0.004
Si	-10.872	2.608	12.397	0.002	0.015	-0.004
Si	-13.599	5.332	12.322	0.001	0.006	-0.007
Si	-10.877	8.034	12.426	-0.01	-0.012	0
Si	-13.605	10.766	12.37	-0.009	-0.01	0.005
Si	-10.873	-2.822	12.405	0.014	0.003	-0.001
Si	-8.148	-0.103	12.449	0.009	0.004	0
Si	-5.44	2.625	12.498	0.001	-0.008	0
Si	-8.161	5.325	12.476	-0.012	-0.022	-0.004
Si	-5.416	8.057	12.489	0.008	0.008	-0.001
Si	-8.134	10.766	12.454	0.006	0.014	0.001
Si	-5.425	-2.817	12.473	0.002	0.002	-0.006
Si	-2.723	-0.067	12.498	-0.004	-0.013	-0.003
Si	0.016	2.671	12.494	-0.002	0.011	-0.006
Si	-2.695	5.362	12.495	0.007	0.009	-0.013
Si	0.03	8.098	12.482	-0.001	0	-0.005
Si	-2.689	-5.527	12.491	-0.003	0.004	-0.007
Si	0.011	-2.774	12.484	-0.005	-0.013	-0.004
Si	1.388	1.327	13.853	-0.01	0	0.015
Si	4.12	4.064	13.8	0	-0.008	0.006
Si	1.392	6.753	13.85	0.007	-0.005	0.008
Si	4.127	-6.823	13.812	-0.004	-0.004	0.005
Si	1.393	-4.128	13.826	-0.004	0.002	0.003
Si	4.103	-1.385	13.809	0	-0.003	0.007
Si	6.835	1.357	13.749	-0.009	-0.002	0.002
Si	9.534	4.089	13.713	-0.01	0.004	0.003
Si	6.838	-9.537	13.778	0.005	0.004	0.008
Si	9.55	-6.792	13.71	-0.004	0.002	0.009
Si	6.835	-4.085	13.769	0.005	-0.001	0.005
Si	9.551	-1.337	13.713	0.001	-0.007	0.006
Si	12.25	1.386	13.661	0.007	-0.003	0.007
Si	14.964	4.126	13.581	-0.005	0.005	0.008
Si	12.263	-9.49	13.64	-0.006	0.003	0.006
Si	14.983	-6.748	13.58	0.009	-0.013	0.002
Si	12.278	-4.048	13.653	0.012	-0.019	0.005
Si	14.973	-1.309	13.597	0.008	-0.003	0.001
Si	17.712	1.422	13.535	0.005	-0.018	0.007
Si	20.412	4.157	13.484	0.001	0.007	0.004
Si	17.695	-9.464	13.523	0.008	-0.005	-0.002
Si	20.412	-6.712	13.452	-0.002	0	0.012
Si	17.691	-4.005	13.503	-0.007	0.014	0.004
Si	20.43	-1.278	13.473	0.001	-0.008	0.013
Si	23.134	1.463	13.422	-0.009	0.011	0.005
Si	25.863	4.179	13.377	0.016	-0.012	-0.001
Si	23.146	-9.431	13.405	0.009	-0.009	0.008
Si	25.868	-6.68	13.415	-0.007	-0.003	0.012
Si	23.152	-3.975	13.433	0.008	-0.016	0.004
Si	25.86	-1.238	13.402	-0.002	0.002	0.006
Si	28.575	1.47	13.388	0.001	0.003	0.004
Si	31.28	4.19	13.385	-0.005	0.007	-0.001
Si	28.569	-9.404	13.377	0.005	0	0.001
Si	31.288	-6.7	13.367	0.009	-0.003	0.002
Si	28.571	-3.973	13.36	0.002	0.005	0.003
Si	31.279	-1.283	13.374	0.014	-0.006	0.001
Si	33.997	1.436	13.387	-0.001	-0.006	0.003
Si	-28.595	4.116	13.379	0.005	-0.003	-0.012
Si	33.984	-9.443	13.394	0.012	-0.004	-0.001
Si	-28.613	-6.768	13.405	-0.009	0.017	-0.003
Si	33.978	-4.006	13.374	-0.008	0.008	-0.01
Si	-28.578	-1.313	13.399	0	-0.013	-0.005
Si	-25.911	1.367	13.428	-0.013	0.016	-0.004
Si	-23.194	4.049	13.476	0.02	-0.008	0
Si	-25.904	-9.533	13.433	0.014	0.003	0.003
Si	-23.158	-6.803	13.484	0.001	-0.008	-0.001
Si	-25.882	-4.077	13.447	0.004	-0.005	0.001
Si	-23.212	-1.396	13.46	0.001	0.005	-0.002
Si	-20.48	1.302	13.528	0.002	0.004	-0.004
Si	-17.725	4.03	13.599	-0.01	0.004	-0.001
Si	-20.446	-9.541	13.546	-0.003	0.009	0.002
Si	-17.73	9.432	13.569	-0.001	0.004	0
Si	-20.471	-4.136	13.485	-0.004	0.011	-0.009
Si	-17.753	-1.45	13.602	-0.003	0.015	0.002
Si	-14.997	1.293	13.658	-0.015	0.01	0
Si	-12.252	3.981	13.709	-0.004	-0.009	-0.008
Si	-14.979	6.701	13.632	0.011	-0.004	-0.004
Si	-12.267	9.386	13.755	-0.003	0.004	0.005
Si	-15.001	-4.197	13.69	0.002	0.006	0.004
Si	-12.262	-1.459	13.728	-0.012	-0.002	-0.005
Si	-9.529	1.254	13.786	-0.001	-0.006	-0.001
Si	-6.827	3.96	13.863	-0.006	0.023	0.009
Si	-9.548	6.668	13.828	-0.002	0.016	0.009
Si	-6.784	9.408	13.843	-0.002	-0.007	0.013
Si	-9.516	-4.186	13.774	-0.008	0.009	-0.001
Si	-6.798	-1.465	13.82	0.002	-0.019	-0.004
Si	-4.087	1.278	13.878	-0.01	0.002	0.017
Si	-1.339	4.019	13.874	-0.003	-0.001	0.007
Si	-4.056	6.705	13.865	0.007	-0.008	0.009
Si	-1.327	9.441	13.86	0.002	0.008	0.006
Si	-4.068	-4.177	13.835	0.001	0.005	-0.004
Si	-1.366	-1.431	13.85	-0.009	0.009	0.008
Si	0.008	-0.058	15.184	0.005	-0.005	0
Si	2.766	2.726	15.183	0.015	0.002	-0.006
Si	0.03	5.396	15.228	-0.01	0.005	-0.008
Si	2.787	8.117	15.181	0.008	0.011	0.003
Si	0.056	-5.506	15.195	0	0.002	0
Si	2.749	-2.757	15.184	-0.008	-0.003	0.005
Si	5.493	-0.005	15.125	0.004	0.002	0.001
Si	8.189	2.728	15.105	0.009	0.005	-0.002
Si	5.501	5.404	15.161	-0.007	0.003	-0.002
Si	8.226	-8.167	15.102	-0.007	-0.001	0
Si	5.501	-5.454	15.158	-0.001	-0.004	0.003
Si	8.216	-2.708	15.092	-0.005	-0.001	0.004
Si	10.915	0.028	15.068	0	0.013	0.002
Si	13.623	2.771	14.974	0	0.004	-0.005
Si	10.918	5.47	15.023	0.005	-0.005	-0.006
Si	13.649	-8.12	14.958	0.007	0.01	-0.002
Si	10.939	-5.422	15.026	0.001	0.001	-0.001
Si	13.634	-2.665	14.996	0.001	0.002	0.009
Si	16.367	0.057	14.909	0.001	0.011	-0.001
Si	19.091	2.783	14.88	0.001	0.011	0.009
Si	16.347	5.49	14.903	-0.001	0.004	-0.005
Si	19.073	-8.076	14.829	-0.011	-0.002	0.002
Si	16.353	-5.351	14.891	0.002	0.003	-0.003
Si	19.069	-2.64	14.825	0	-0.011	-0.005
Si	21.8	0.104	14.803	0.003	-0.007	0.003
Si	24.514	2.83	14.745	-0.011	0.005	0.002
Si	21.809	5.534	14.785	0.005	0.013	0
Si	24.494	-8.049	14.747	0.002	-0.004	-0.005
Si	21.792	-5.341	14.78	-0.011	0.008	0.001
Si	24.514	-2.588	14.776	-0.013	0.003	0.003
Si	27.216	0.13	14.761	-0.004	-0.003	0.005
Si	29.912	2.858	14.747	-0.002	0.002	0.009
Si	27.209	5.556	14.724	-0.011	0.008	0.005
Si	29.924	-8.032	14.73	-0.019	-0.001	0.008
Si	27.233	-5.29	14.762	0.009	0.008	0
Si	29.913	-2.629	14.738	-0.012	-0.012	-0.002
Si	32.628	0.087	14.729	-0.011	-0.004	0.005
Si	35.355	2.784	14.766	0.001	0.007	0.012
Si	32.619	5.552	14.768	-0.012	-0.004	0.004
Si	35.318	-8.103	14.796	0.005	0.002	0.011
Si	32.625	-5.343	14.749	0.003	0.01	0.018
Si	35.329	-2.652	14.739	0	0.001	0.008
Si	-27.245	0.018	14.814	-0.001	0	0.009
Si	-24.588	2.71	14.819	0.009	-0.007	0.001
Si	-27.277	5.436	14.794	-0.012	-0.015	0.017
Si	-24.546	-8.174	14.779	0	-0.001	0.003
Si	-27.269	-5.424	14.781	-0.006	-0.008	0.006
Si	-24.54	-2.745	14.857	-0.003	0.001	0.015
Si	-21.891	-0.051	14.841	0.014	-0.011	0.006
Si	-19.125	2.657	14.891	0.004	-0.004	0.002
Si	-21.843	5.407	14.836	0.002	-0.002	0
Si	-19.094	-8.198	14.951	-0.003	-0.009	0.011
Si	-21.814	-5.447	14.881	0.016	0.01	0.01
Si	-19.15	-2.839	14.904	-0.005	-0.014	0.009
Si	-16.392	-0.086	14.95	0.011	-0.003	0.004
Si	-13.639	2.649	15.038	0.013	0.005	-0.008
Si	-16.359	5.381	14.979	0.004	0.001	0.002
Si	-13.642	7.983	15.076	0.001	-0.005	0.013
Si	-16.383	10.714	14.99	-0.007	-0.011	0.011
Si	-13.639	-2.837	15.049	0.009	0.001	0.009
Si	-10.908	-0.11	15.111	0.009	-0.004	0.003
Si	-8.218	2.59	15.221	0	-0.003	0.008
Si	-10.939	5.283	15.165	-0.01	-0.01	0.005
Si	-8.165	8.025	15.173	0.001	-0.003	-0.003
Si	-10.89	10.752	15.091	0.011	-0.002	0.004
Si	-8.16	-2.842	15.16	0.005	-0.003	0.002
Si	-5.478	-0.1	15.214	-0.002	-0.003	0.004
Si	-2.71	2.649	15.23	0.003	0.015	-0.009
Si	-5.438	5.321	15.196	0.004	-0.003	-0.011
Si	-2.686	8.073	15.231	0.007	-0.005	0
Si	-5.406	-5.549	15.205	0.014	0.011	0.001
Si	-2.736	-2.807	15.207	-0.009	-0.012	-0.006
O	0.439	4.053	26.195	0.219	-0.302	-0.008
O	5.59	2.71	22.446	0.001	-0.073	0.405
O	0.163	-0.173	25.236	-0.019	0.123	0.326
O	3.723	1.086	23.433	-0.512	-0.085	-0.024
O	-0.015	2.63	22.274	0.113	0.184	0.401
O	4.554	6.97	-1.169	0.626	0.071	-0.064
O	5.278	6.839	-6.349	-0.238	-0.057	0.174
O	5.174	7.634	23.073	-0.136	0.174	-0.127
O	5.276	-2.99	22.303	0.056	0.215	0.191
O	0.288	-5.009	26.056	-0.245	0.336	-0.46
O	6.427	-2.248	25.596	-0.197	-0.207	-0.218
O	6.794	-1.103	23.267	0.313	0.274	0.013
O	15.81	1.477	-4.983	0.226	-0.009	0.296
O	11.012	2.652	22.338	-0.183	0.113	0.404
O	12.72	4.248	23.404	-0.072	-0.027	0.125
O	7.413	4.485	23.264	0.178	-0.218	0.227
O	7.918	5.759	-3.429	0.138	-0.188	-0.281
O	9.374	6.296	23.276	0.064	-0.107	0.399
O	10.061	-3.479	23.12	-0.245	-0.009	0.422
O	14.455	-5.191	25.275	0.356	0.09	0.04
O	13.713	0.028	22.16	0.053	-0.131	0.721
O	20.643	-2.557	-6.019	0.108	0.743	0.135
O	13.331	0.785	-5.244	-0.482	-0.117	0.383
O	16.721	3.015	24.993	-0.154	-0.188	0.733
O	15.006	6.134	22.732	-0.59	-0.265	0.124
O	16.511	-8.125	21.987	0.15	-0.163	0.489
O	11.111	-8.153	22.428	-0.074	0.032	0.358
O	12.978	-6.425	23.274	-0.076	-0.163	0.417
O	16.518	-2.719	22.136	0.068	0.1	0.204
O	18.565	-1.234	22.918	0.468	-0.424	0.345
O	17.431	0.94	23.595	-0.237	0.241	-0.299
O	21.774	2.755	22.009	0.242	-0.237	0.306
O	19.103	5.498	21.853	-0.178	0.078	0.119
O	18.053	-6.171	22.906	-0.019	0.56	0.195
O	20.415	5.113	-2.939	-0.44	-0.443	-0.042
O	19.994	-5.057	-6.705	-0.339	-0.187	-0.074
O	-32.036	1.145	-3.285	0.241	-0.174	0.529
O	22.321	-5.557	24.799	0.629	0.406	0.474
O	21.991	-2.509	22.074	-0.228	-0.075	0.598
O	26.326	-1.277	24.129	0.476	0.502	0.397
O	25.876	1.842	23.212	-0.253	-0.304	0.197
O	29.762	5.421	22.018	0.108	0.252	0.206
O	23.233	4.636	22.927	-0.132	0.244	0.176
O	22.087	7.083	-5.396	0.206	0.146	-0.689
O	25.254	6.787	22.949	-0.192	-0.252	0.001
O	27.103	-7.893	22.125	0.187	0.036	0.128
O	22.654	-7.032	22.684	-0.125	-0.061	-0.184
O	24.543	-5.285	21.965	-0.078	0.047	0.502
O	28.894	-0.031	-5.861	-0.059	0.13	0.2
O	28.382	-1.728	22.672	0.385	-0.426	0.154
O	29.977	0.246	22.024	-0.226	0.114	0.34
O	31.365	2.323	22.86	-0.169	0.459	0.075
O	-31.349	-6.131	26.124	0.074	-0.306	0.079
O	-30.189	0.168	25.228	-0.11	-0.214	0.083
O	27.26	1.759	-6.968	-0.057	-0.008	-0.153
O	31.635	7.355	22.714	0.248	-0.207	0.458
O	28.372	-5.816	23.074	0.141	0.311	-0.015
O	29.672	-4.71	-2.497	-0.505	-0.254	0.185
O	32.444	-4.403	24.925	-0.024	0.26	-0.145
O	30.788	-3.898	22.905	-0.406	0.216	0.331
O	-30.876	-0.705	22.846	-0.098	-0.379	0.323
O	-27.29	2.697	22.011	0.247	0.145	0.321
O	-29.922	2.587	-3.743	0.339	0.195	-0.321
O	-31.898	4.046	22.809	-0.146	0.407	0.414
O	-28.395	7.411	22.85	0.099	0.378	0.198
O	-27.687	-3.093	22.103	-0.284	0.209	0.362
O	-25.862	-1.601	23.159	0.188	0.077	0.091
O	-24.621	-1.623	-6.533	0.221	0.384	0.035
O	-21.601	2.976	21.859	-0.074	0.037	0.241
O	-26.414	4.259	25.574	-0.494	-0.521	-0.135
O	-21.788	6.051	25.603	0.44	-0.101	-0.116
O	-22.74	5.933	23.055	-0.194	-0.381	-0.015
O	-26.24	6.551	24.074	0.441	-0.135	-0.215
O	-24.61	-5.501	22.2	-0.344	-0.069	0.321
O	-22.656	-3.691	22.657	0.246	0.056	0.201
O	-27.894	6.765	-3.664	-0.189	-0.517	0.291
O	-16.741	-2.203	-6.127	0.512	-0.025	0.503
O	-21.081	-1.513	22.883	-0.088	0.006	0.338
O	-20.966	-4.249	-4.785	-0.767	0.144	0.459
O	-16.411	7.766	24.931	0.12	-0.293	0.272
O	-17.369	0.445	-5.85	-0.122	0.218	-0.149
O	-21.8	-8.157	22.161	-0.249	0.154	0.595
O	-18.203	6.711	-6.387	-0.15	0.037	0.528
O	-14.281	6.513	-5.239	-0.058	-0.364	-0.318
O	-14.302	-0.544	22.059	0.027	0.133	0.516
O	-10.258	3.71	23.203	-0.413	0.349	0.31
O	-15.229	1.214	24.754	-0.299	-0.33	-0.197
O	-17.043	2.081	22.157	0.143	0.083	0.531
O	-15.199	-6.876	23.29	-0.489	0.187	0.21
O	-13.442	-5.247	22.27	0.039	0.148	0.582
O	-11.399	-3.2	22.312	-0.033	-0.166	0.207
O	-6.297	2.249	22.858	-0.255	0.484	-0.196
O	-8.727	-0.157	25.48	0.052	0.513	0.116
O	-4.281	3.764	23.319	0.437	0.06	0.374
O	-12.918	-1.581	-2.664	0.165	-0.174	-0.312
O	-4.911	-8.045	22.572	-0.023	-0.011	-0.225
O	-10.914	8.092	22.326	-0.171	0.039	0.254
O	-9.284	-6.386	23.233	-0.01	-0.134	0.241
O	-7.027	-5.057	23.15	0.266	-0.227	0.011
O	-5.553	-2.96	22.403	0.022	0.044	0.138
O	-3.925	-1.239	23.472	0.432	0.001	0.357
O	-4.174	1.307	24.074	0.033	-0.041	-0.269
O	-6.161	0.787	-1.087	0.256	-0.297	-0.156
O	-8.629	0.409	-4.733	-0.305	-0.264	-0.498
O	-5.111	-2.907	26.323	0.046	-0.003	-0.336
O	-2.694	5.232	21.904	0.095	0.233	0.144
O	-1.947	4.742	25.234	-0.332	-0.172	-0.134
O	-3.531	-5.919	23.181	-0.204	0.117	0.2
O	-21.656	-5.866	-6.712	-0.567	-0.226	-0.154
O	-1.664	-4.122	23.359	0.311	0.269	0.371
O	-13.955	-1.12	24.745	0.109	-0.141	-0.544
O	-28.098	0.91	26.559	0.156	-0.098	-0.367
O	3.232	-8.02	25.587	-0.109	-0.155	-0.132
O	9.694	2.066	-4.155	0.245	0.107	0.604
O	1.327	4.481	23.346	-0.013	-0.168	0.289
O	-13.57	3.332	-3.644	0.336	0.021	-0.129
O	-22.05	3.175	-5.704	-0.101	0.456	0.031
O	-5.439	5.46	-0.224	0.022	-0.061	-0.187
O	28.829	3.791	-1.547	0.04	0.181	-0.284
O	28.121	7.9	-5.51	0.263	0.599	0.074
O	-1.147	2.168	25.318	0.016	0.135	-0.237
O	15.148	1.976	23.059	-0.249	0.703	-0.053
O	-8.535	4.298	-4.259	0.55	0.019	0.381
O	18.526	-2.772	-3.492	-0.135	0.119	-0.174
O	-20.379	4.733	-1.267	0.337	0.082	-0.391
O	13.441	-1.673	-5.981	-0.279	0.117	0.079
O	-29.238	-2.811	-0.757	-0.243	0.707	0.215
O	11.969	-1.659	23.093	-0.05	0.301	0.433
O	3.656	1.991	25.924	-0.27	0.391	0.026
O	17.008	5.555	24.459	0.329	0.606	-0.114
O	17.941	4.655	-4.244	-0.004	-0.287	0.022
O	18.295	1.189	-5.747	-0.157	0.251	-0.142
O	-31.222	-1.482	-1.618	-0.36	0.022	-0.275
O	16.136	-4.982	-3.485	0.015	-0.08	-0.31
O	23.888	5.862	25.036	-0.19	0.127	0.213
O	13.482	7.332	-6.962	-0.119	0.416	0.108
O	8.392	-5.649	-5.654	-0.345	0.172	0.525
O	17.917	-1.426	-1.386	0.303	0.124	-0.186
O	-3.867	6.333	24.156	-0.041	-0.19	0.005
O	-5.294	-5.699	-0.046	0.082	-0.054	-0.349
O	8.835	4.814	25.458	-0.018	0.332	0.376
O	20.704	7.042	-1.268	0.599	0.155	-0.26
O	22.009	-6.168	-5.35	-0.22	-0.561	0.506
O	28.447	7.462	-2.902	-0.18	-0.431	0.259
O	19.19	3.955	24.618	-0.066	-0.214	-0.033
O	16.879	-7.467	-3.51	0.311	-0.256	-0.065
O	32.518	5.492	-0.805	-0.029	0.024	-0.374
O	21.813	4.153	25.185	-0.121	-0.24	0.181
O	10.487	0.214	25.697	0.364	0.348	-0.013
O	-5.522	8.074	-4.591	0.151	0.015	-0.012
O	24.187	3.155	24.849	-0.296	-0.078	0.01
O	29.294	5.687	-4.551	0.441	0.058	-0.039
O	-19.293	-3.169	-3.123	0.012	-0.186	0.355
O	20.349	1.795	-1.503	-0.366	-0.042	-0.155
O	3.862	1.185	-1.234	-0.556	-0.043	0.026
O	3.222	-5.07	22.323	-0.091	0.167	0.222
O	-3.927	-4.125	-5.468	0.275	0.456	0.045
O	28.325	1.474	-2.73	0.146	-0.064	-0.279
O	30.333	-2.449	-3.524	0.241	0.598	0.028
O	-13.471	4.968	25.164	-0.121	-0.284	-0.214
O	-11.107	-6.312	-5.54	0.787	-0.011	0.529
O	-27.977	6.11	-6.262	-0.241	0.593	-0.152
O	21.956	3.052	-3.214	0.178	0.012	-0.177
O	-31.533	3.426	-1.856	0.317	0.028	-0.161
O	28.838	-2.391	-1.327	0.012	-0.076	-0.021
O	12.541	6.262	-2.654	0.094	-0.325	0.28
O	32.476	0.154	-0.565	-0.036	-0.312	-0.259
O	17.035	4.322	-1.817	-0.248	-0.45	-0.344
O	-27.92	-5.019	-1.173	0.132	-0.019	-0.09
O	-29.473	-1.982	-5.952	-0.344	0.031	-0.204
O	9.309	-3.964	-1.484	-0.358	0.478	-0.685
O	-18.282	5.209	-3.373	-0.83	0.021	0.087
O	-8.017	2.588	-0.295	-0.068	0.129	-0.283
O	-2.748	2.662	-3.369	0.6	0.381	-0.499
O	31.627	5.781	26.611	0.138	0.09	-0.665
O	-24.716	-7.011	-5.859	0.274	0.216	0.182
O	7.989	-7.97	-3.338	-0.381	0.302	-0.521
O	11.582	-1.009	-1.316	-0.359	-0.403	-0.348
O	-13.509	0.701	-3.892	-0.211	-0.202	-0.284
O	3.957	-3.139	-0.953	0.237	0.156	-0.161
O	-8.539	-3.619	-5.632	0.114	0.282	0.362
O	-21.269	-3.164	24.796	0.655	-0.304	0.206
O	2.123	-7.116	-5.476	-0.406	0.087	0.212
O	-30.063	5.623	21.94	-0.109	-0.065	0.069
O	-8.76	-0.118	-2.264	0.55	0.337	0.57
O	7.668	-2.366	-0.315	0	-0.051	-0.361
O	-28.038	3.529	-6.459	-0.224	-0.564	-0.187
O	-23.038	-1.273	-2.917	-0.184	0.205	-0.02
O	19.227	-0.086	25.208	0.665	0.204	-0.007
O	-17.766	6.909	-1.351	-0.156	0.343	-0.086
O	2.804	-0.419	25.493	0.283	-0.064	0.222
O	-27.461	2.133	-4.163	0.414	-0.072	0.191
O	-24.413	-3.469	-3.518	0.476	-0.35	-0.256
O	-19.453	-5.472	24.995	-0.425	0.17	0.071
O	24.325	5.857	-5.457	-0.101	-0.262	-0.141
O	-31.142	-6.601	-1.636	0.261	-0.333	-0.305
O	18.305	6.487	-2.317	-0.377	0.543	-0.039
O	10.219	6.987	-3.431	0.149	0.428	0.226
O	-20.473	-0.733	-3.444	0.058	0.041	-0.754
O	-16.415	0.195	-3.45	0.469	-0.104	-0.329
O	-12.238	7.815	-6.275	-0.133	0.001	0.309
O	11.191	3.15	-6.08	-0.004	-0.053	-0.192
O	-18.936	-1.19	-7.073	-0.383	0.452	0.124
O	-22.333	6.531	-1.092	-0.063	0.17	-0.33
O	-17.191	4.45	-5.601	0.632	0.172	-0.358
O	-17.742	-4.327	26.587	0.017	-0.025	-0.043
O	-1.432	-6.364	24.674	0.243	-0.454	-0.276
O	-18.053	-4.46	23.028	0.219	0.403	0.54
O	-11.833	0.233	-6.56	0.21	0.038	0.543
O	9.3	0.276	-6.042	-0.163	-0.217	-0.073
O	3.309	2.72	-3.154	0.303	0.115	-0.63
O	-15.474	2.035	-4.997	0.002	0.219	-0.189
O	-9.79	-1.458	23.421	-0.24	-0.344	0.377
O	-15.508	-3.078	25.664	0.045	-0.464	-0.547
O	-18.173	-1.081	-2.087	0.086	-0.367	0.446
O	-13.198	2.313	-6.035	0.303	0.539	-0.086
O	29.956	3.208	-3.842	0.018	-0.441	-0.103
O	-11.722	6.186	-1.093	-0.324	-0.244	-0.451
O	-10.224	-1.695	-5.85	0.097	0.297	0.166
O	-7.541	-7.382	-5.99	0.205	0.44	0.035
O	-29.401	-2.384	-3.348	0.814	-0.355	-0.198
O	-8.396	2.956	24.906	0.203	0.232	-0.145
O	-9.547	-2.45	26.331	-0.257	0.146	-0.336
O	-6.838	2.211	-5.195	-0.151	0.401	0.492
O	-15.693	-0.955	-1.11	0.129	0.054	-0.303
O	-4.724	3.435	-6.165	0.31	-0.497	-0.464
O	0.637	1.682	-4.398	0.681	0.003	0.311
O	-5.821	2.965	25.35	0.327	-0.185	0.468
O	18.669	-5.44	-3.176	0.389	-0.644	-0.427
O	6.519	4.578	-1.406	-0.316	0.274	-0.1
O	-6.108	0.276	-3.697	0.087	-0.351	-0.026
O	-8.682	-4.507	25.037	0.212	0.247	-0.325
O	-3.288	7.761	-3.259	0.281	-0.438	-0.378
O	12.565	-7.676	-1.436	-0.285	0.09	-0.013
O	-25.468	-2.523	25.635	0.257	-0.444	0.111
O	16.132	5.641	0.137	0.041	-0.01	0.035
O	19.845	3.343	-5.498	0.306	0.132	-0.278
O	27.4	-5.747	25.564	0.093	-0.459	-0.045
O	-19.268	-5.803	-3.495	0.25	-0.027	0.156
O	-5.302	2.621	-2.725	-0.353	0.407	-0.005
O	-23.075	-3.441	-1.304	-0.029	-0.226	-0.282
O	-14.118	5.805	-2.739	0.329	0.234	0.426
O	14.446	5.287	25.105	0.234	-0.404	0.231
O	-3.126	-4.496	25.472	-0.075	0.449	0.147
O	-2.627	5.111	-5.852	0.005	0.198	0.18
O	24.361	-0.71	-3.874	-0.039	0.257	-0.027
O	-29.086	7.32	-1.453	-0.328	0.005	0.024
O	-1.677	1.54	-1.265	-0.07	0.248	-0.095
O	-3.821	0.489	-2.39	-0.026	-0.4	0.038
O	5.38	0.111	25.19	0.204	0.227	0.28
O	6.573	3.679	-3.883	-0.289	-0.481	0.241
O	1.642	7.127	23.809	-0.588	0.174	-0.574
O	-8.921	-7.237	-1.115	-0.172	0.068	-0.39
O	-2.345	-4.412	-3.386	0.107	0.699	0.029
O	-1.003	-4.515	-1.108	0.52	-0.125	-0.156
O	-29.141	0.081	-4.239	-0.057	-0.038	-0.033
O	-10.652	-5.577	-0.219	-0.056	0.067	-0.26
O	6.735	1.882	-5.66	0.09	-0.115	-0.472
O	11.431	-5.417	-1.141	0.435	0.278	0.117
O	-31.528	-7.222	22.776	0.11	-0.195	0.128
O	-11.706	6.792	25.724	0.797	-0.164	0.048
O	10.514	-7.153	-5.511	0.336	-0.048	0.122
O	20.15	7.651	-3.757	-0.261	0.383	0.312
O	-21.847	0.547	-1.424	0.578	-0.074	0.152
O	13.886	2.728	-3.502	0.119	0.515	-0.02
O	8.082	2.704	-0.425	-0.01	-0.162	-0.433
O	3.076	5.203	-2.221	-0.266	0.117	0.168
O	-13.62	-2.257	-0.228	0.498	-0.216	0.503
O	24.114	-7.805	24.668	0.228	0.29	0.178
O	30.237	-7.067	-3.522	-0.098	-0.202	-0.521
O	-23.333	1.739	25.781	-0.008	0.227	0.337
O	9.699	0.809	-1.186	-0.071	-0.198	-0.364
O	14.302	1.847	-1.15	0.072	0.119	-0.229
O	-7.249	5.099	25.974	0.057	0.173	-0.627
O	28.781	3.703	-6.203	0.292	-0.146	-0.079
O	23.938	-0.898	22.908	0.127	0.143	0.366
O	-14.861	-6.096	-0.979	0.179	0.085	-0.19
O	20.789	-4.031	-3.842	0.072	-0.679	0.039
O	-9.515	6.811	-2.338	-0.322	0.028	-0.469
O	-16.298	-2.608	22.152	0.034	-0.023	0.666
O	19.79	-3.797	-1.413	-0.085	0.437	0.021
O	25.368	-4.189	-1.636	-0.413	0.42	-0.252
O	-4.309	4.755	-3.909	-0.334	0.421	0.121
O	-0.375	6.311	-6.487	0.105	0.249	0.741
O	8.423	-5.323	22.246	0.111	0.039	0.517
O	-23.461	7.632	-4.194	-0.23	-0.052	0.388
O	-3.754	-7.676	-0.818	-0.473	-0.378	-0.263
O	31.331	-0.079	-4.624	-0.323	0.259	0.609
O	13.973	-3.55	-4.098	-0.297	-0.049	-0.098
O	-27.969	-7.038	-2.821	0.264	-0.058	-0.055
O	2.983	0.078	-3.426	-0.069	0.028	-0.067
O	26.234	-0.175	-5.655	-0.306	0.32	-0.156
O	-7.773	-7.878	-3.362	-0.217	0.437	-0.119
O	21.564	-0.062	-0.24	-0.1	-0.116	-0.193
O	-31.279	-7.264	-6.129	-0.695	0.035	0.236
O	11.993	1.355	-2.341	0.08	-0.109	-0.312
O	-31.82	0.666	-5.96	0.466	-0.088	-0.057
O	17.053	-6.174	-1.239	-0.045	0.117	0.16
O	-25.162	0.009	25.042	-0.453	0.331	-0.532
O	30.666	1.893	-1.569	0.312	-0.003	-0.371
O	4.618	-7.325	-4.848	0.503	0.178	0.167
O	1.831	-6.657	23.653	-0.353	0.273	0.427
O	-8.319	5.239	22.326	0.025	-0.055	0.219
O	9.448	0.727	23.267	-0.264	-0.268	-0.03
O	15.852	6.006	-6.936	0.149	-0.557	0.462
O	5.319	5.944	-3.376	0.288	0.258	-0.455
O	25.587	-6.78	-2.37	0.542	-0.168	0.18
O	10.681	4.456	-3.856	0.24	-0.229	0.513
O	3.584	5.607	22.93	0.137	-0.34	0.152
O	25.88	-2.614	-4.783	-0.394	-0.036	0.132
O	13.107	3.267	25.917	0.269	-0.368	0.022
O	-19.041	-0.379	25.743	0.485	-0.317	-0.431
O	-7.54	6.505	-5.134	-0.275	-0.045	-0.185
O	-30.757	-5.7	-4.104	0.207	0.331	-0.32
O	-21.454	5.975	-3.376	0.077	-0.41	-0.314
O	-4.878	-1.836	-1.142	0.159	0.558	-0.064
O	19.993	1.003	22.916	0.073	-0.003	0.514
O	27.946	-3.483	24.489	0.425	0.257	0.523
O	2.111	3.054	-6.085	0.196	0.604	-0.079
O	-28.616	1.311	-1.9	-0.04	-0.068	0.058
O	32.522	-5.312	-0.192	0.025	-0.049	-0.099
O	-28.589	-4.418	-6.592	0.088	0.052	0.521
O	6.023	4.308	-6.374	-0.247	-0.116	0.063
O	29.177	-7.149	-1.108	0.097	-0.154	-0.109
O	1.578	3.417	-1.187	-0.075	-0.386	-0.333
O	19.695	6.01	-5.758	-0.025	0.046	-0.318
O	-0.792	0.349	-6.168	-0.736	-0.134	-0.053
O	-14.153	-7.921	-3.362	0.631	-0.05	0.145
O	5.387	1.122	-3.431	0.203	0.198	0.073
O	-4.241	-6.147	-3.835	-0.476	-0.187	0.148
O	6.421	-7.158	-6.651	0.172	0.241	0.044
O	-22.91	-3.529	-6.433	-0.419	-0.118	0.263
O	13.901	3.212	-6.005	0.469	0.348	0.027
O	-25.389	4.033	-1.814	-0.342	0.043	-0.392
O	1.698	-1.362	23.43	0.467	0.094	0.075
O	-18.036	-7.086	23.506	0.051	-0.193	-0.381
O	-25.756	-6.373	-1.577	0.318	-0.103	-0.419
O	15.988	-2.364	-2.94	-0.409	0.356	0.098
O	-12.988	-4.703	-6.42	-0.216	0.542	0.053
O	-26.709	-4.784	-3.486	-0.44	0.169	-0.064
O	-22.813	-7.957	26.297	-0.481	0.048	-0.301
O	27.265	-5.39	-0.429	0.154	0.035	-0.445
O	-22.188	3.696	24.46	0.58	-0.09	-0.122
O	9.247	-6.593	-1.488	0.146	-0.006	0.248
O	-26.419	-2.359	-4.698	-0.606	0.408	0.484
O	16.074	6.341	-3.627	-0.405	-0.128	-0.277
O	-27.815	-3.229	26.472	-0.103	-0.175	-0.189
O	-14.881	-6.781	-5.552	-0.065	-0.184	-0.02
O	-25.199	-1.915	-1.513	-0.09	-0.199	-0.207
O	-13.402	8.103	-0.296	-0.131	0.213	-0.233
O	18.19	-3.079	-6.666	0.037	-0.007	0.351
O	30.548	-4.672	-4.95	0.044	-0.32	-0.506
O	-18.394	-4.153	-5.373	0.078	-0.122	0.018
O	-17.114	1.189	-1.196	0.335	0.162	-0.448
O	18.971	-8.189	24.263	-0.235	-0.491	-0.091
O	-16.105	5.319	-0.256	-0.223	-0.002	-0.613
O	14.225	-8.123	-3.488	-0.101	0.523	0.009
O	31.385	-6.33	23.261	-0.474	0.038	-0.575
O	1.705	-1.767	-1.049	-0.116	0.241	-0.344
O	-25.485	-4.545	-5.777	-0.03	0.361	-0.355
O	-15.69	-5.689	-3.336	-0.45	0.132	-0.472
O	2.636	-8.169	-0.037	-0.073	-0.01	-0.043
O	7.768	0.189	-3.961	-0.089	-0.366	0.693
O	25.214	7.148	-1.434	0.166	-0.321	-0.149
O	24.172	-2.117	25.253	-0.682	-0.388	-0.024
O	25.56	-4.06	26.508	0.043	0.229	-0.314
O	-18.935	7.793	25.571	-0.215	-0.468	-0.156
O	16.683	-0.86	-6.106	-0.352	0.24	-0.029
O	-0.426	3.754	-5.592	-0.177	-0.271	-0.052
O	29.907	-5.101	25.06	0.091	-0.058	0.725
O	-32.62	-2.436	21.988	0.193	-0.145	0.725
O	19.624	-5.779	25.009	-0.087	-0.364	0.279
O	7.264	-7.237	23.309	0.007	0.393	0.5
O	-10.676	3.303	-5.362	-0.055	-0.392	-0.049
O	-16.255	-4.801	-6.65	0.528	0.343	0.043
O	-10.891	4.685	-3.141	-0.44	0.173	-0.317
O	-4.88	-3.681	-3.054	-0.119	0.003	-0.192
O	0.152	-5.38	-3.29	0.235	0.138	-0.514
O	-14.835	-6.697	25.88	-0.41	0.331	-0.113
O	-3.204	-7.729	-5.751	0.52	-0.175	0.122
O	-15.724	3.562	23.653	0.244	0.495	0.293
O	22.429	0.597	-2.739	0.454	0.154	0.209
O	-26.971	-0.174	-0.606	-0.074	0.05	-0.239
O	15.632	-3.235	-6.033	0.227	-0.451	0.216
O	-9.736	2.243	-3.113	0.277	0.185	0.652
O	23.981	7.865	-3.671	-0.085	0.281	-0.248
O	-23.409	-1.712	24.165	-0.139	0.454	-0.056
O	20.907	6.925	22.932	0.582	-0.18	0.105
O	21.548	-7.972	24.954	-0.077	-0.014	0.572
O	-12.891	0.978	23.452	0.452	0.157	0.25
O	0.022	-0.073	-0.162	-0.054	-0.094	-0.519
O	-5.216	-8.04	25.168	0.127	-0.195	0.542
O	2.588	5.398	25.441	0.241	0.059	0.413
O	7.175	6.738	24.611	0.081	0.053	0.56
O	14.593	7.082	-1.228	0.376	-0.188	-0.236
O	20.218	6.201	25.439	0.1	0.328	0.61
O	-10.785	-4.797	26.489	-0.084	-0.477	-0.048
O	5.685	-0.537	-5.454	0.245	-0.432	0.237
O	0.95	-6.689	-1.185	-0.471	-0.263	-0.353
O	1.834	-4.336	-1.597	0.181	0.121	0.427
O	20.793	-3.587	25.748	0.129	0.624	-0.117
O	-30.402	7.893	25.615	-0.001	-0.335	-0.405
O	-14.31	3.684	-1.15	0.543	-0.19	0.004
O	-32.281	3.419	-4.449	-0.101	0.163	0.163
O	3.681	0.918	-6.195	0.399	0.075	0.496
O	26.599	-4.913	-3.876	0.32	-0.217	0.118
O	-16.013	4.063	-3.155	-0.243	-0.082	-0.074
O	27.072	5.506	-0.601	-0.045	-0.032	-0.285
O	6.753	-7.223	-1.135	-0.4	-0.229	-0.311
O	-21.517	-5.402	-0.485	0.048	0.095	-0.221
O	-7.656	-0.006	22.977	0.295	-0.394	-0.115
O	5.632	-0.358	-0.213	-0.126	-0.217	-0.148
O	26.363	6.549	-6.84	0.186	-0.209	-0.451
O	20.585	-4.32	23.153	-0.327	-0.351	-0.051
O	0.667	-7.616	25.737	-0.254	-0.591	0.604
O	16.062	0.084	-0.403	-0.087	-0.196	-0.116
O	22.931	5.522	-3.364	0.486	-0.328	0.038
O	8.652	7.235	-1.045	-0.472	0.036	0.009
O	10.646	5.473	-0.488	-0.282	0.141	-0.124
O	-21.211	-7.646	-3.431	-0.385	0.254	-0.284
O	17.447	3.699	22.654	-0.702	-0.536	0.107
O	-7.508	-6.824	25.145	-0.255	-0.4	0.177
O	26.699	6.046	-4.296	-0.459	-0.113	0.32
O	13.329	-2.56	-0.252	0.086	-0.018	-0.582
O	30.856	7.307	-1.73	0.223	-0.202	-0.349
O	12.499	3.734	-1.365	-0.023	0.172	-0.449
O	-18.714	-2.927	-0.043	0.049	0.079	-0.177
O	14.73	-4.519	22.849	-0.127	-0.371	0.202
O	-9.587	5.433	-6.394	-0.081	0.395	-0.131
O	30.21	3.421	26.549	-0.511	-0.054	-0.431
O	22.895	-3.729	-5.399	0.375	0.164	-0.539
O	-20.545	-1.778	-1.21	-0.619	0.244	-0.227
O	-31.49	4.985	-6.317	0.235	0.098	0.526
O	-13.109	-5.556	-3.969	0.085	0.281	0.592
O	21.605	-5.483	-0.528	-0.109	-0.092	-0.641
O	26.219	7.033	25.371	0.691	-0.035	-0.167
O	23.276	-1.553	-1.566	0.197	-0.498	-0.225
O	9.948	-6.092	26.449	-0.015	-0.198	-0.558
O	-24.183	5.316	25.074	-0.022	0.133	0.745
O	24.217	2.886	-0.526	0.021	-0.107	-0.515
O	18.82	-7.937	-0.258	-0.038	0.061	-0.459
O	22.242	4.577	-1.073	-0.261	0.396	0.128
O	23.255	-7.389	-1.341	-0.35	0.01	-0.012
O	-18.75	7.905	-3.462	-0.109	0.206	-0.517
O	31.284	-3.187	-1.147	0.65	0.436	0.07
O	15.531	7.681	24.708	0.071	0.339	-0.088
O	-25.534	4.293	23.044	0.048	-0.271	0.109
O	-5.053	5.984	-6.231	-0.336	0.237	0.325
O	25.855	1.342	-1.722	-0.241	0.18	-0.461
O	-8.921	-2.225	-0.855	-0.121	-0.695	0.008
O	-17.841	2.455	-4.066	-0.5	-0.178	0.366
O	-31.65	1.663	23.816	-0.123	-0.099	-0.022
O	10.16	-5.3	-3.61	0.162	0.041	-0.186
O	-5.49	-5.412	25.772	-0.367	0.174	-0.475
O	-2.161	7.359	25.775	0.082	0.11	-0.289
O	1.286	4.145	-3.762	-0.357	0.513	0.052
O	24.461	-5.884	-6.039	-0.068	-0.519	0.07
O	-9.598	4.583	-0.96	0.21	-0.053	-0.074
O	-30.118	8.096	-3.819	-0.262	-0.469	-0.199
O	-6.572	-0.158	-6.3	0.184	-0.54	0.079
O	-26.37	-7.281	23.132	-0.178	0.216	0.365
O	26.87	-0.679	-3.189	0.15	-0.137	0.045
O	-10.908	2.62	25.537	-0.137	0.194	0.23
O	26.184	4.031	-5.94	-0.4	-0.403	0.377
O	-5.133	-0.42	25.72	-0.358	0.396	0.067
O	-2.481	-0.15	25.411	-0.009	-0.286	0.3
O	-6.25	-4.513	-6.601	-0.025	-0.009	0.255
O	-1.461	0.307	-3.621	0.085	-0.49	-0.228
O	2.928	-4.462	26.346	0.16	-0.146	-0.592
O	0.794	-0.929	-4.431	-0.322	-0.419	0.177
O	21.967	-1.704	-3.901	-0.408	0.054	-0.352
O	20.252	1.195	-4.047	-0.464	-0.685	0.229
O	17.415	-0.292	-3.713	0.15	0.361	0.154
O	26.231	-3.376	22.612	-0.241	-0.099	0.215
O	-6.968	-2.041	-2.738	-0.065	0.047	-0.305
O	-17.48	2.493	25.503	-0.172	0.104	-0.619
O	26.679	-4.576	-6.468	-0.021	0.187	-0.229
O	-21.068	1.236	24.485	0.175	-0.176	-0.519
O	-19.597	4.979	22.071	0.039	0.022	0.581
O	-12.077	-3.841	-1.365	0.177	-0.154	-0.639
O	-24.266	-8.157	-0.481	-0.184	-0.013	-0.333
O	-15.215	3.405	26.242	-0.313	-0.276	0.224
O	-21.452	-0.405	26.453	-0.138	-0.086	-0.173
O	15.443	0.801	25.386	-0.501	-0.475	-0.238
O	11.519	8.041	26.259	0.046	-0.042	-0.606
O	7.945	-4.348	26.172	0.165	-0.085	-0.666
O	-23.715	7.036	-6.742	-0.51	-0.41	-0.436
O	27.631	-0.154	-0.75	-0.129	0.223	0.269
O	-19.747	-7.181	-1.307	0.657	-0.441	-0.072
O	-12.528	0.844	-1.469	-0.511	0.434	-0.255
O	-31.095	-4.03	-2.155	-0.419	0.162	0.171
O	-19.427	-7.259	-6.677	0.122	0.335	0.663
O	23.919	-5.238	-3.586	-0.259	0.18	0.442
O	32.285	3.63	25.068	0.345	0.18	0.16
O	-18.862	2.798	-0.324	0.088	-0.109	-0.232
O	-16.328	6.961	-3.621	-0.033	0.095	-0.468
O	-9.864	1.194	23.585	-0.54	0.029	-0.308
O	-0.008	5.365	-0.301	0.14	-0.046	-0.222
O	2.67	-2.528	-3.296	0.098	-0.411	-0.351
O	-25.715	2.694	-6.009	0.456	0.473	0.011
O	12.435	-4.021	24.104	-0.145	-0.044	0.152
O	3.102	7.497	-3.452	-0.602	-0.399	-0.239
O	-23.787	1.144	-5.956	0.324	-0.302	-0.375
O	17.134	-6.649	25.357	0.032	0.34	0.313
O	-29.149	1.223	23.031	0.203	-0.069	0.43
O	-11.116	-3.878	-4.69	-0.149	0.249	0.521
O	32.172	-5.441	-3.04	0.053	0.017	0.164
O	-12.238	5.205	-6.314	-0.219	-0.167	0.273
O	32.416	-7.983	24.929	-0.517	-0.328	-0.032
O	11.616	0.072	-7.044	0.025	0.225	0.304
O	-26.307	0.092	-5.905	-0.547	0.287	0.4
O	20.843	1.172	-6.601	0.277	-0.332	0.193
O	-14.596	-3.658	-2.175	-0.342	0.331	-0.197
O	-10.735	-0.359	-0.158	0.078	-0.125	-0.388
O	-1.685	7.109	-1.238	0.043	-0.054	-0.304
O	-24.011	1.948	-1.291	-0.177	0.012	-0.201
O	-1.773	-6.74	-2.222	0.475	-0.061	-0.333
O	-16.926	-4.505	-1.209	-0.137	0.002	-0.467
O	-24.011	2.85	-3.858	-0.362	-0.12	0.003
O	27.644	3.312	22.05	0.091	0.005	0.364
O	-3.623	4.069	-1.348	0.637	-0.035	-0.036
O	-1.319	6.66	23.455	0.499	0.271	0.257
O	5.234	-5.339	-0.264	0.164	-0.186	-0.544
O	5.752	-7.462	25.348	0.18	0.256	0.354
O	-12.911	0.925	26.019	-0.051	-0.403	0.378
O	-6.641	-3.867	-1.063	-0.566	-0.158	-0.281
O	26.47	2.35	25.764	0.798	-0.359	-0.199
O	2.73	-6.249	-3.145	0.281	0.105	-0.028
O	-21.325	7.134	-5.601	0.454	-0.284	-0.159
O	8.788	7.147	-5.589	-0.469	-0.365	-0.303
O	-22.501	-5.243	25.766	0.105	-0.095	-0.602
O	13.244	-4.168	-6.602	0.231	-0.327	-0.192
O	-1.389	0.63	23.216	0.011	-0.161	0.025
O	-11.033	0.024	-3.543	-0.143	-0.011	-0.63
O	-7.198	7.139	-1.09	0	0.078	-0.509
O	14.703	-4.211	-1.555	0.148	-0.482	-0.254
O	-20.2	-6.002	22.587	-0.259	0.131	-0.14
O	15.625	-8.146	-5.664	0.346	0.491	-0.089
O	-29.791	-5.207	22.068	-0.053	-0.074	0.594
O	31.192	4.532	-5.833	-0.19	0.547	-0.085
O	11.82	5.555	25.503	-0.508	0.254	-0.473
O	0.033	-2.73	22.136	-0.095	0.175	-0.015
O	-27.814	-8.123	25.284	0.422	0.138	0.181
O	-22.752	4.101	-1.981	0.127	-0.258	0.238
O	10.296	-0.321	-3.515	0.119	-0.536	-0.264
O	-2.739	-2.88	-0.169	0.192	-0.038	-0.494
O	-22.139	1.082	-3.984	0.483	0.064	-0.155
O	-28.783	-6.76	-5.483	0.523	-0.127	0.203
O	-26.672	4.64	-4.519	0.23	-0.027	0.594
O	8.756	2.251	25.254	-0.5	0.189	-0.146
O	12.072	6.169	-5.159	0.503	-0.188	0.125
O	24.632	0.526	25.021	-0.498	0.094	0.196
O	-6.463	6.559	23.49	-0.061	0.098	0.646
O	30.513	-2.104	-6.084	0.628	-0.128	-0.477
O	-27.179	5.551	-0.714	-0.023	0.043	-0.649
O	-9.415	-2.425	-3.45	-0.391	0.13	-0.06
O	-23.273	1.589	23.14	-0.692	-0.47	0.205
O	20.074	-7.678	-6.166	-0.461	-0.006	-0.221
O	8.606	3.856	-5.628	-0.136	0.108	-0.187
O	-30.416	-3.592	25.763	-0.042	0.204	-0.587
O	-19.072	0.113	22.094	-0.311	-0.105	0.565
O	-13.875	7.559	24.531	-0.138	0.232	-0.091
O	3.168	-1.503	-5.569	-0.319	-0.523	-0.279
O	7.998	-0.204	25.327	0.064	-0.22	0.436
O	1.213	-2.522	25.888	-0.297	-0.018	0.055
O	-12.913	-3.439	25.681	0.081	-0.233	-0.609
O	28.371	-3.233	-5.061	-0.251	0.086	-0.085
O	10.817	-2.381	25.364	-0.243	-0.567	0.353
O	-7.218	4.313	-6.597	-0.095	0.167	-0.392
O	10.736	-4.556	-6.065	-0.002	0.444	-0.022
O	17.932	4.437	-6.847	0.294	-0.294	-0.015
O	-31.467	-1.227	-4.362	-0.191	-0.444	-0.021
O	-19.74	4.453	-6.211	-0.04	-0.151	0.601
O	-18.126	6.639	23.318	-0.192	-0.028	0.294
O	-12.307	6.079	23.166	-0.155	-0.459	-0.025
O	-25.81	7.056	-5.154	0.307	0.137	0.135

Results
total energy: -406622.427 eV
total energy less fixed offsets of O -438.25, Si -107.07 eV per atom: -9.627 eV
